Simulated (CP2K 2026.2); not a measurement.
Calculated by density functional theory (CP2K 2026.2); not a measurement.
Periodic cell of 1863 atoms, Si1216O647, from a study of silicon, its oxide and their interface. The atomic structure is a simulated model.
Doubt: the forces sum to 5.22 eV/angstrom along one axis rather than to zero, so they err by at least 0.0028 eV/angstrom per atom on average; the grid cutoff is modest.

Settings
functional: PBE
method: Gaussian and plane waves
basis set: DZVP-MOLOPT-SR-GTH
pseudopotentials: GTH-PBE
grid cutoff: 300 Ry, relative cutoff 40 Ry
k points: Gamma only
occupations: fixed
spin: none
net charge: 0

Cell vectors (angstrom)
a	61.5484	0	0
b	0	15.3871	0
c	-5.3109	-0.4084	34.265

Atoms and the computed forces on them: element, x, y, z (angstrom), force x, y, z (eV/angstrom)
Si	-3.248	0.709	-2.858	-0.065	-0.055	0.07
Si	-4.248	3.46	-3.02	-0.159	-0.043	0.127
Si	-1.644	-7.362	-5.155	-0.079	0.106	0.059
Si	-3.758	7.483	-0.227	0.003	-0.34	0.567
Si	-0.407	0.097	-3.039	0.015	0.033	0.082
Si	0.672	2.89	-3.429	-0.046	-0.018	0.141
Si	-5.535	5.016	-7.235	-0.059	0.005	0.022
Si	-2.527	-5.039	-3.244	0.014	-0.113	-0.055
Si	4.587	0.37	-2.185	-0.45	-0.066	0.591
Si	3.651	3.255	-2.697	-0.005	0.053	0.137
Si	3.141	-7.732	-2.856	0.065	0.097	0.103
Si	3.134	-4.563	-3.046	-0.058	-0.005	0.217
Si	7.722	-0.116	-2.078	0.248	0.033	0.604
Si	8.457	2.422	-3.925	-0.03	-0.096	0.158
Si	12.331	5.405	-5.065	0.099	-0.053	-0.042
Si	8.2	-3.105	-2.87	-0.173	0.146	0.25
Si	1.039	-0.113	-0.418	0.727	0.054	0.213
Si	-0.664	4.706	-1.412	-0.006	0.02	0.184
Si	0.275	-8.404	-3.058	0.006	-0.125	0.17
Si	-1.136	-6.755	-1.091	-0.178	-0.04	0.07
Si	3.402	-0.007	-0.112	-0.066	-0.046	-0.103
Si	4.187	3.844	0.154	-0.251	-0.089	0.719
Si	4.224	-7.725	0.109	-0.237	0.038	0.761
Si	4.012	-3.924	-0.082	-0.189	0.086	0.734
Si	8.431	0.03	0.121	0.032	0.061	-0.05
Si	7.342	3.979	0.196	0.154	-0.136	0.732
Si	7.349	-7.62	0.217	0.138	-0.003	0.783
Si	7.195	-3.774	0.02	0.157	0.058	0.788
Si	10.823	0.147	-0.126	-0.309	0.321	0.514
Si	11.908	3.883	-0.156	-0.184	-0.039	0.79
Si	9.394	-7.887	-2.242	-0.059	-0.043	0.069
Si	10.182	-5.241	-3.772	-0.155	-0.113	0.188
Si	0.078	2.019	1.583	-0.013	-0.294	0.685
Si	0.031	5.219	1.37	-0.02	0.468	0.674
Si	-0.163	-5.395	1.577	0.114	-0.126	0.745
Si	0.059	-2.303	1.519	-0.05	0.23	0.765
Si	3.834	1.837	1.332	0.031	0.093	-0.046
Si	3.899	5.765	1.441	0.005	-0.003	-0.077
Si	3.781	-5.78	1.351	0.04	-0.009	-0.09
Si	3.784	-1.937	1.221	0.004	-0.055	-0.04
Si	7.801	1.958	1.324	-0.04	0.042	-0.017
Si	7.631	5.847	1.542	0.007	0.012	0.002
Si	7.613	-5.646	1.412	-0.047	-0.025	-0.042
Si	7.707	-1.873	1.336	-0.04	-0.056	-0.003
Si	11.614	1.948	1.242	0.025	0.017	-0.083
Si	11.561	5.763	1.246	0.016	0.016	-0.064
Si	11.486	-5.381	1.505	0.017	-0.164	0.776
Si	11.51	-2.301	1.499	-0.016	0.24	0.738
Si	-1.983	1.807	2.684	0.032	0.017	0.008
Si	-1.928	5.719	2.646	0.068	0.02	-0.023
Si	-2.035	-5.699	2.904	-0.02	-0.022	-0.011
Si	-1.936	-1.964	2.744	-0.012	-0.044	-0.036
Si	2.027	1.861	2.839	-0.02	-0.016	0.038
Si	1.928	5.732	2.69	-0.012	-0.001	0.014
Si	1.867	-5.802	2.713	-0.011	0.002	-0.015
Si	1.998	-2.001	2.782	-0.031	0.014	0.003
Si	5.809	1.864	2.659	-0.004	0.007	0.009
Si	5.739	5.791	2.892	-0.02	-0.006	0.04
Si	5.688	-5.724	2.765	-0.012	0.02	0.047
Si	5.722	-1.855	2.637	-0.031	-0.031	0.004
Si	9.709	2.033	2.692	0.025	-0.047	-0.022
Si	9.667	5.8	2.694	-0.033	0.04	0.019
Si	9.54	-5.677	2.772	0.029	-0.005	0.004
Si	9.567	-1.978	2.781	-0.001	0.008	-0.025
Si	-1.957	-0.053	4.098	0.041	0.001	-0.012
Si	-1.949	3.787	4.028	-0.008	0.007	0.007
Si	-1.941	7.645	4.059	-0.009	0.001	-0.006
Si	-1.966	-3.797	4.231	0.008	0.005	0.044
Si	1.955	-0.074	4.137	-0.026	-0.009	-0.011
Si	1.965	3.833	4.113	-0.03	-0.001	-0.002
Si	1.876	7.659	4.056	-0.015	0.007	-0.009
Si	1.953	-3.91	4.136	-0.042	-0.008	-0.007
Si	5.757	0	4.086	0.011	-0.006	0.006
Si	5.763	3.782	4.09	-0.001	0.036	-0.019
Si	5.729	7.75	4.159	-0.003	0.007	0.004
Si	5.723	-3.777	4.068	0.014	-0.009	-0.033
Si	9.642	0.042	4.026	0.027	-0.001	-0.034
Si	9.651	3.899	4.097	0.013	0.039	-0.009
Si	9.628	-7.656	4.055	0.006	-0.021	-0.006
Si	9.557	-3.828	4.207	0.03	0.005	0.007
Si	-0.008	-0.03	5.442	0.016	-0.01	0.052
Si	-0.011	3.814	5.401	0.003	0.014	0.035
Si	-0.027	7.672	5.433	0.013	-0.002	0.043
Si	0.014	-3.85	5.488	-0.004	0.001	0.017
Si	3.859	-0.021	5.494	0.001	0.011	-0.002
Si	3.86	3.825	5.484	0.005	0.008	0.01
Si	3.787	7.696	5.466	-0.009	0.005	0.008
Si	3.85	-3.848	5.496	0.026	-0.012	0.016
Si	7.713	0.014	5.412	-0.015	-0.009	0.01
Si	7.698	3.846	5.427	-0.001	-0.008	0.044
Si	7.701	-7.674	5.445	-0.002	-0.001	-0.002
Si	7.617	-3.819	5.489	-0.015	0.008	0.022
Si	-3.887	-0.011	5.432	-0.022	-0.017	0.007
Si	-3.836	3.848	5.437	0.008	-0.022	0.017
Si	-3.87	-7.705	5.42	-0.006	0.019	-0.01
Si	-3.905	-3.824	5.531	-0.007	0	0.008
Si	-0.014	1.886	12.271	-0.014	0	-0.009
Si	-0.028	5.801	12.28	0.008	-0.009	-0.012
Si	-0.03	-5.786	12.314	-0.002	0.014	-0.021
Si	-0.041	-1.942	12.318	-0.003	-0.014	-0.025
Si	3.848	1.94	12.282	0.003	0.023	-0.008
Si	3.84	5.77	12.263	-0.013	-0.017	-0.024
Si	3.845	-5.798	12.28	0.031	0.007	-0.014
Si	3.821	-1.932	12.261	0.01	0	-0.02
Si	7.676	1.956	12.229	-0.02	0.005	-0.023
Si	7.683	5.769	12.25	-0.001	-0.011	-0.009
Si	7.66	-5.794	12.219	0.006	0.038	-0.027
Si	7.665	-1.897	12.212	-0.013	-0.013	-0.024
Si	-3.8	1.923	12.245	0.017	0.017	-0.012
Si	-3.82	5.794	12.23	0.003	0.01	-0.032
Si	-3.836	-5.807	12.261	0.008	0.007	-0.022
Si	-3.833	-1.905	12.251	0.02	-0.023	-0.025
Si	-1.915	1.855	13.664	0.004	-0.007	0.039
Si	-1.949	5.836	13.659	-0.013	0.009	0.03
Si	-1.962	-5.791	13.697	-0.032	-0.003	0.026
Si	-1.973	-1.951	13.7	-0.009	-0.003	-0.002
Si	1.907	1.92	13.625	0.013	-0.012	0.003
Si	1.91	5.784	13.618	-0.005	-0.002	-0.002
Si	1.922	-5.819	13.644	-0.058	0.033	0.028
Si	1.907	-1.952	13.646	-0.025	0.02	0.024
Si	5.783	1.929	13.639	0.017	-0.016	0.024
Si	5.764	5.789	13.625	-0.007	-0.005	0.048
Si	5.78	-5.819	13.641	-0.001	-0.02	0.022
Si	5.755	-1.91	13.596	0.01	0.015	-0.004
Si	9.648	2.021	13.498	-0.004	0.021	-0.012
Si	9.65	5.773	13.546	0.004	0.011	0.004
Si	9.605	-5.797	13.511	0.004	-0.017	0.015
Si	9.615	-1.855	13.506	-0.002	-0.004	-0.001
Si	-1.94	-0.06	15.108	-0.002	0.041	0.003
Si	-1.904	3.85	14.898	0.004	-0.015	-0.064
Si	-1.951	-7.667	15.138	0.019	0.01	0.051
Si	-2.081	-3.875	15.077	-0.005	0.009	-0.023
Si	1.947	-0.008	14.987	0.005	-0.005	-0.017
Si	1.848	3.865	14.956	-0.017	0.003	-0.016
Si	1.945	-7.726	15.044	0.049	-0.016	-0.003
Si	1.875	-3.9	14.992	0	-0.012	-0.026
Si	5.743	-0.012	15.001	-0.026	0.063	-0.023
Si	5.812	3.873	14.972	0.025	-0.013	0
Si	5.763	-7.725	15.071	-0.014	0.02	-0.032
Si	5.784	-3.848	14.912	-0.014	-0.008	-0.035
Si	9.607	0.12	14.801	-0.015	-0.047	-0.017
Si	9.719	3.885	14.931	0.036	-0.001	-0.006
Si	9.572	-7.711	14.888	0.004	0.051	-0.005
Si	9.61	-3.83	14.754	-0.022	0.016	-0.04
Si	0.069	-0.028	16.385	-0.031	-0.016	0.004
Si	-0.086	3.91	16.346	-0.011	0.012	0.024
Si	0.069	-7.743	16.465	-0.047	0.037	0.049
Si	-0.104	-3.936	16.319	0.021	-0.001	0.065
Si	3.827	-0.023	16.42	0.046	-0.036	0.018
Si	3.802	3.827	16.213	0.002	-0.023	-0.008
Si	3.847	-7.732	16.478	-0.01	-0.003	0.037
Si	3.875	-3.895	16.252	0.022	0.029	0.052
Si	7.746	0.056	16.217	0.025	-0.069	-0.032
Si	7.819	3.934	16.268	-0.034	-0.007	-0.004
Si	7.735	-7.746	16.382	0.033	0.035	0.03
Si	7.765	-3.815	16.161	0.016	-0.008	0.032
Si	-3.942	-0.023	16.421	0.053	-0.007	0.03
Si	-3.749	3.841	16.288	0.019	-0.007	0.049
Si	-4.031	-7.626	16.352	0.004	0.035	0.064
Si	-4.077	-3.826	16.425	0.031	-0.034	0.047
Si	-0.069	1.974	17.657	0.011	-0.065	0.031
Si	-0.021	5.731	17.909	0.031	-0.078	0.004
Si	0.069	-5.786	17.786	0.029	0.008	-0.02
Si	0.211	-2.044	17.64	0.498	0.067	-0.403
Si	3.762	1.984	17.671	-0.053	-0.037	0.03
Si	3.842	5.615	17.719	0.013	0.056	0.061
Si	3.955	-5.719	17.742	0.028	-0.054	0.097
Si	3.948	-2.04	17.678	-0.491	0.133	-0.245
Si	7.692	1.993	17.552	0.034	0.013	0.049
Si	7.865	5.739	17.842	0.006	0.036	0.049
Si	8.171	-5.712	17.49	0.268	-0.056	-0.425
Si	8.361	-1.896	17.38	0.053	0.004	-0.001
Si	-3.868	1.935	17.721	0.012	0.021	0.012
Si	-3.822	5.804	17.589	0.03	-0.009	-0.059
Si	-4.821	-5.745	17.625	-0.074	-0.024	-0.052
Si	-4.587	-1.9	17.764	-0.011	0.023	0.02
Si	-1.953	1.737	19.099	0.049	0.081	-0.8
Si	-2.042	6.448	19.03	0.043	0.018	-0.045
Si	-1.371	-6.647	19.48	0.061	-0.255	-0.76
Si	-1.324	-1.238	20.106	0.06	0.044	-0.084
Si	1.805	2.52	18.93	0.19	0.297	-0.484
Si	2.547	-9.118	21.933	0.022	-0.181	-0.259
Si	2.027	-5.133	18.983	-0.019	0.313	-0.575
Si	2.081	-2.661	18.98	0.02	-0.16	-0.147
Si	5.75	2.577	18.747	-0.04	-0.005	0.031
Si	5.839	4.983	18.86	-0.044	-0.156	-0.663
Si	5.694	-5.791	19.354	-0.281	0.218	-0.578
Si	6.847	-1.723	19.098	0.367	-0.067	-0.417
Si	-5.785	2.564	18.936	-0.045	0.336	-0.544
Si	-5.485	5.022	19.066	-0.239	-0.216	-0.527
Si	-4.176	-5.391	19.823	-0.197	-0.062	-0.747
Si	-4.1	-2.276	20.111	-0.07	0.154	-0.747
Si	5.842	-3.334	21.26	-0.006	-0.145	-0.176
Si	-6.357	-8.615	24.143	-0.005	0.07	0.058
Si	6.489	-4.462	24.07	-0.087	0.012	-0.088
Si	1.957	4.973	19.058	-0.061	-0.199	-0.757
Si	1.52	-1.911	21.129	-0.017	-0.086	-0.609
Si	-6.871	3.838	23.852	-0.136	-0.165	-0.044
Si	5.989	1	20.402	-0.158	0.394	-0.475
Si	1.25	-4.076	23.36	0.014	-0.002	-0.06
Si	6.335	2.986	-8.302	0.015	-0.066	-0.137
Si	0.969	-6.501	21.563	0.131	0.138	-0.302
Si	-1.71	3.465	21.707	0.124	-0.095	-0.068
Si	0.973	2.312	21.829	-0.131	-0.034	-0.1
Si	8.955	-3.677	-8.771	0.04	-0.021	-0.082
Si	8.556	1.429	21.79	0.038	-0.017	-0.281
Si	-3.288	-9.426	21.004	0.162	0.11	-0.603
Si	-6.329	-2.968	24.767	0.077	0.017	-0.063
Si	9.309	-0.949	-7.27	0.074	0.033	0.023
Si	0.079	-8.287	-7.264	-0.194	0.008	0.049
Si	-1.137	-3.581	25.097	-0.078	0.029	-0.04
Si	7.211	-7.431	-7.588	0.145	-0.014	0.125
Si	2.077	-6.101	-7.028	0.036	0.083	-0.145
Si	-3.794	-4.888	24.566	-0.065	-0.02	-0.052
Si	6.611	-7.549	23.625	0.039	0	-0.047
Si	11.894	-0.865	-5.616	-0.038	0.068	0.076
Si	-4.546	-6.948	22.299	0.111	-0.049	-0.047
Si	5.424	-0.05	24.718	-0.064	-0.036	-0.092
Si	-0.41	4.252	-5.966	-0.066	-0.039	-0.007
Si	6.899	5.181	-6.452	0.058	-0.065	0.093
Si	-1.368	-2.52	-4.527	-0.007	0.111	0.193
Si	2.848	3.801	23.695	-0.178	-0.012	-0.037
Si	1.332	-3.666	-5.39	0.175	0.172	0.119
Si	-3.407	0.046	24.842	0.012	0.046	-0.041
Si	4.982	-5.397	-7.118	-0.027	0.133	0.196
Si	9.731	-7.71	-8.696	0.036	0.056	0.075
Si	5.599	3.07	24.738	-0.002	0.008	0.065
Si	13.33	-0.213	-8.167	-0.049	-0.061	0.039
Si	5.638	-3.581	-4.665	-0.074	0.101	0.056
Si	4.115	-0.851	21.946	0.093	-0.014	-0.049
Si	7.787	5.021	-2.57	0.048	0.02	0.09
Si	-0.195	2.438	-8.384	0.059	-0.064	-0.012
Si	5.486	-8.45	21.055	-0.055	-0.026	-0.12
Si	-5.402	-1.018	22.637	0.129	0.009	-0.171
Si	4.652	-0.584	-5.03	0.06	0.007	0.14
Si	2.813	-1.406	-7.183	-0.09	-0.028	0.033
Si	5.277	5.679	-3.756	-0.095	-0.089	0.11
Si	7.143	0.887	-6.241	-0.117	0.033	-0.03
Si	-1.01	1.59	23.819	0.08	-0.034	-0.156
Si	9.343	-5.876	-6.665	-0.042	-0.026	0.025
Si	12.143	0.686	-2.913	-0.062	-0.042	0.124
Si	11.269	3.447	-3.019	-0.123	-0.052	0.104
Si	14.069	-7.498	-5.119	-0.064	0.072	0.067
Si	11.775	7.508	-0.31	-0.084	-0.35	0.594
Si	15.079	0.074	-3.096	-0.012	0.074	0.114
Si	16.234	2.811	-3.466	0.015	-0.025	0.08
Si	9.928	4.976	-7.107	-0.094	-0.04	0.059
Si	13.292	-5.084	-3.286	0.062	-0.082	-0.023
Si	20.235	0.434	-2.583	-0.015	0.135	0.206
Si	19.288	3.276	-2.854	0.004	0.048	0.159
Si	18.77	-7.713	-2.882	0.014	0.103	0.167
Si	18.563	-4.557	-3.1	-0.047	0.008	0.244
Si	23.278	-0.145	-2.223	0.188	0.062	0.615
Si	23.963	2.399	-4.044	-0.058	-0.086	0.182
Si	27.759	5.492	-5.08	0.101	-0.014	-0.056
Si	23.677	-3.131	-2.913	-0.106	0.109	0.286
Si	15.899	0.105	-0.253	-0.195	0.08	0.055
Si	14.867	4.51	-1.376	-0.067	0.069	0.087
Si	15.894	-8.526	-2.974	0.045	-0.153	0.165
Si	14.468	-6.76	-1.045	-0.153	-0.067	0.066
Si	18.983	0.032	0.298	0.531	-0.054	0.656
Si	20.001	3.883	0.112	0.337	-0.051	0.658
Si	20.029	-7.718	0.099	0.316	0.009	0.76
Si	19.472	-3.934	-0.139	-0.204	0.064	0.753
Si	23.746	0.046	0.063	0.049	0.054	-0.072
Si	22.471	3.952	0.208	-0.435	-0.125	0.607
Si	22.535	-7.656	0.192	-0.383	-0.029	0.529
Si	22.636	-3.785	-0.031	0.144	0.039	0.799
Si	26.15	0.142	-0.167	-0.331	0.341	0.528
Si	27.193	3.889	-0.197	-0.287	-0.04	0.802
Si	24.7	-7.942	-2.193	-0.089	-0.028	0.19
Si	25.611	-5.374	-3.789	-0.109	-0.128	0.163
Si	15.401	2.392	1.622	0.06	0.264	0.481
Si	15.478	4.863	1.488	-0.08	-0.144	0.717
Si	15.326	-5.308	1.561	0.039	-0.072	0.78
Si	15.312	-2.227	1.562	0.124	0.18	0.624
Si	19.406	2.018	1.448	-0.059	0.018	-0.049
Si	19.391	5.771	1.375	0.006	-0.009	-0.108
Si	19.274	-5.801	1.298	0.019	-0.033	-0.119
Si	19.258	-2.04	1.325	-0.017	0.046	-0.035
Si	23.135	1.971	1.32	-0.016	0.059	-0.034
Si	22.974	5.828	1.517	-0.003	-0.015	-0.035
Si	22.979	-5.677	1.371	-0.028	-0.043	-0.059
Si	23.112	-1.881	1.307	-0.03	-0.075	-0.001
Si	26.952	1.94	1.187	0.023	0.053	-0.078
Si	26.907	5.748	1.237	0.015	0.036	-0.082
Si	26.794	-5.366	1.514	0.104	-0.156	0.796
Si	26.891	-2.292	1.468	0.009	0.236	0.761
Si	13.429	1.908	2.779	0.029	0.022	0.041
Si	13.504	5.685	2.617	0.045	0.049	-0.009
Si	13.409	-5.696	2.842	-0.024	-0.012	-0.022
Si	13.401	-1.986	2.863	-0.023	-0.016	-0.031
Si	17.42	1.995	2.767	0.015	-0.084	-0.008
Si	17.378	5.689	2.654	-0.017	0.027	-0.026
Si	17.342	-5.757	2.683	-0.023	0.02	-0.008
Si	17.351	-1.963	2.727	-0.021	0.039	-0.019
Si	21.282	1.906	2.807	0.009	0.011	-0.016
Si	21.141	5.803	2.929	-0.031	0.017	0.029
Si	21.108	-5.69	2.781	-0.004	0.006	0.026
Si	21.182	-1.895	2.698	-0.018	-0.005	-0.03
Si	25.076	2.043	2.655	0.002	-0.075	-0.017
Si	25.019	5.801	2.666	-0.018	0.035	0.035
Si	24.875	-5.672	2.779	0.012	0.014	0.017
Si	24.962	-1.963	2.768	0.001	0.005	-0.029
Si	13.448	-0.014	4.121	0.047	-0.007	0.001
Si	13.405	3.852	4.113	0.021	-0.005	-0.031
Si	13.488	-7.742	4.008	-0.008	0.003	-0.01
Si	13.411	-3.848	4.266	0.034	-0.006	0.051
Si	17.352	0.003	4.044	-0.013	-0.01	-0.003
Si	17.402	3.871	4.154	-0.034	0.015	-0.013
Si	17.291	-7.722	3.988	-0.026	0.013	-0.004
Si	17.354	-3.86	4.111	-0.041	-0.027	-0.02
Si	21.172	-0.014	4.123	-0.032	-0.014	-0.001
Si	21.204	3.83	4.176	-0.004	0.036	-0.009
Si	21.133	-7.612	4.163	-0.01	0.008	0.013
Si	21.157	-3.779	4.124	0.022	-0.008	-0.025
Si	25.019	0.057	4.003	0.022	0	-0.037
Si	25.038	3.904	4.074	0.019	0.03	-0.008
Si	24.996	-7.661	4.038	0.007	-0.014	-0.022
Si	24.928	-3.816	4.194	0.028	0.015	0.004
Si	15.42	0.001	5.417	0.024	0	0.041
Si	15.399	3.862	5.411	-0.006	0	0.046
Si	15.396	-7.699	5.393	0.012	0.007	0.038
Si	15.421	-3.852	5.48	-0.016	0.002	0.003
Si	19.234	0.008	5.461	-0.039	0.024	0.009
Si	19.279	3.847	5.528	0.033	-0.015	0.037
Si	19.176	-7.669	5.442	-0.001	0	0.008
Si	19.24	-3.812	5.49	0.013	-0.001	0.012
Si	23.125	0.019	5.431	0.014	0.005	0.014
Si	23.138	3.877	5.472	-0.003	-0.003	0.066
Si	23.097	-7.66	5.453	0.004	0.007	0.012
Si	23.034	-3.809	5.531	-0.005	0.001	0.037
Si	11.521	0.013	5.461	-0.013	-0.023	0.002
Si	11.53	3.879	5.5	0.003	-0.013	0.05
Si	11.561	-7.689	5.408	0.027	0.02	-0.006
Si	11.481	-3.834	5.56	0.007	-0.003	0.019
Si	15.4	1.926	12.255	-0.012	0.002	-0.012
Si	15.371	5.812	12.282	0.013	-0.003	-0.009
Si	15.394	-5.759	12.29	-0.004	0.005	-0.021
Si	15.38	-1.916	12.295	-0.009	-0.01	-0.023
Si	19.241	1.963	12.268	-0.002	0.028	-0.015
Si	19.238	5.796	12.24	-0.013	-0.018	-0.023
Si	19.256	-5.763	12.269	0.026	0.004	-0.012
Si	19.232	-1.892	12.259	0.003	-0.006	-0.02
Si	23.085	1.979	12.202	-0.019	0.002	-0.028
Si	23.089	5.795	12.21	-0.002	-0.018	-0.012
Si	23.074	-5.764	12.199	0.012	0.038	-0.027
Si	23.08	-1.872	12.192	-0.007	-0.015	-0.025
Si	11.593	1.943	12.203	0.014	0.008	-0.019
Si	11.574	5.804	12.215	-0.001	0.013	-0.036
Si	11.566	-5.79	12.224	0.007	0.009	-0.027
Si	11.564	-1.893	12.211	0.011	-0.022	-0.025
Si	13.486	1.892	13.617	0.008	0.001	0.039
Si	13.44	5.84	13.655	-0.006	0.002	0.031
Si	13.457	-5.772	13.646	-0.02	0	0.026
Si	13.438	-1.937	13.647	-0.018	-0.004	-0.012
Si	17.311	1.946	13.631	0.013	-0.02	0.014
Si	17.319	5.794	13.608	0.002	0.002	-0.001
Si	17.337	-5.776	13.636	-0.049	0.028	0.031
Si	17.318	-1.908	13.646	-0.009	0.02	0.022
Si	21.183	1.969	13.604	0.03	-0.033	0.032
Si	21.169	5.824	13.582	-0.004	0.011	0.056
Si	21.195	-5.79	13.621	-0.008	-0.028	0.022
Si	21.178	-1.852	13.581	0.008	0.017	0.001
Si	25.053	2.041	13.472	-0.001	0.036	-0.012
Si	25.05	5.801	13.508	0.015	0.006	-0.005
Si	25.011	-5.764	13.502	0.001	-0.021	0.006
Si	25.014	-1.828	13.508	-0.008	-0.007	-0.009
Si	13.487	-0.032	15.024	0.009	0.033	-0.007
Si	13.465	3.852	14.908	-0.028	-0.009	-0.047
Si	13.471	-7.635	15.097	0.004	0	0.056
Si	13.352	-3.862	15.021	-0.002	0.008	-0.037
Si	17.346	0.027	15.011	-0.003	0.001	-0.018
Si	17.271	3.886	14.969	-0.014	0.013	-0.014
Si	17.371	-7.703	15.008	0.04	-0.012	-0.005
Si	17.282	-3.853	14.988	0.004	-0.02	-0.016
Si	21.164	0.056	14.995	-0.029	0.034	-0.037
Si	21.2	3.915	14.924	0.004	-0.004	0.015
Si	21.181	-7.705	15.046	-0.01	0.032	-0.035
Si	21.195	-3.803	14.867	-0.002	-0.013	-0.038
Si	25.004	0.157	14.798	-0.004	-0.038	-0.026
Si	25.112	3.916	14.888	0.017	-0.008	-0.017
Si	24.969	-7.689	14.858	0.014	0.044	-0.013
Si	25.019	-3.801	14.76	-0.019	0.015	-0.015
Si	15.443	-0.025	16.396	-0.03	-0.014	0.011
Si	15.31	3.906	16.317	-0.003	0.015	0.018
Si	15.498	-7.716	16.412	-0.044	0.026	0.058
Si	15.299	-3.897	16.319	0.026	0.014	0.064
Si	19.257	0.052	16.42	0.053	-0.024	0.024
Si	19.235	3.879	16.234	-0.014	-0.001	0.006
Si	19.265	-7.707	16.447	-0.008	0	0.028
Si	19.304	-3.824	16.216	0.008	0.034	0.044
Si	23.154	0.175	16.237	0.002	-0.048	-0.005
Si	23.192	4.002	16.208	0.014	0.028	0.004
Si	23.149	-7.715	16.367	0.005	0.022	0.019
Si	23.152	-3.771	16.14	0.023	0.005	0.022
Si	11.454	0.033	16.225	0.025	-0.027	0.022
Si	11.635	3.814	16.349	0.017	-0.026	0.053
Si	11.407	-7.598	16.324	0.004	0.031	0.052
Si	11.344	-3.86	16.315	0.035	-0.032	0.105
Si	15.331	1.983	17.65	-0.007	-0.068	0.023
Si	15.424	5.744	17.832	-0.001	-0.066	-0.028
Si	15.532	-5.764	17.744	0.036	-0.001	-0.025
Si	15.598	-2.03	17.691	0.458	0.081	-0.421
Si	19.234	2.053	17.713	-0.029	-0.024	0.053
Si	19.289	5.672	17.747	0.007	0.023	0.069
Si	19.4	-5.674	17.653	0.028	-0.044	0.104
Si	19.379	-1.969	17.657	-0.499	0.103	-0.256
Si	23.126	2.151	17.589	0	-0.061	0.053
Si	23.274	5.752	17.821	0.025	0.05	0.059
Si	23.563	-5.674	17.461	0.272	-0.046	-0.439
Si	23.734	-1.826	17.321	0.022	-0.008	0.006
Si	11.535	1.827	17.741	0.048	0.049	0.025
Si	11.66	5.848	17.578	0	-0.043	-0.055
Si	10.635	-5.721	17.624	-0.061	-0.014	-0.033
Si	10.78	-1.86	17.428	-0.303	-0.105	-0.625
Si	13.473	1.682	19.121	0.008	0.041	-0.798
Si	13.463	6.464	18.995	0.086	0.014	-0.02
Si	14.167	-6.66	19.459	0.055	-0.264	-0.718
Si	14.17	-1.247	20.233	0.042	0.016	-0.16
Si	17.223	2.535	18.896	0.198	0.297	-0.483
Si	18.032	-9.194	21.829	-0.039	-0.102	-0.23
Si	17.5	-5.073	18.901	-0.041	0.308	-0.593
Si	17.528	-2.613	18.962	0.024	-0.14	-0.134
Si	21.195	2.728	18.868	0.014	0	-0.005
Si	21.278	5.182	19.001	-0.003	0.061	-0.021
Si	21.09	-5.75	19.295	-0.218	0.176	-0.64
Si	22.281	-1.63	19.075	0.376	-0.053	-0.433
Si	9.556	2.203	18.98	-0.051	-0.248	-0.712
Si	9.97	5.353	19.114	-0.167	0.407	-0.681
Si	11.363	-5.403	19.825	-0.191	-0.049	-0.742
Si	11.474	-2.309	20.401	0.15	-0.095	-0.08
Si	21.274	-3.281	21.17	0.027	-0.15	-0.161
Si	9.212	-8.758	24.082	0.01	0.052	0.051
Si	21.935	-4.6	23.896	-0.072	-0.061	-0.052
Si	17.358	4.985	19.005	0.046	-0.205	-0.722
Si	17.052	-1.877	21.148	-0.022	-0.136	-0.604
Si	8.571	3.696	23.866	-0.162	-0.169	-0.087
Si	21.535	1.097	20.459	-0.16	0.375	-0.442
Si	16.773	-4.086	23.335	0.091	-0.013	-0.071
Si	21.818	2.973	-8.369	-0.002	-0.057	-0.14
Si	16.552	-6.489	21.485	0.062	0.088	-0.293
Si	13.696	3.456	21.689	0.107	-0.062	-0.09
Si	16.398	2.324	21.802	-0.111	-0.008	-0.074
Si	24.495	-3.749	-8.804	0.052	-0.029	-0.057
Si	24.194	1.514	21.74	-0.014	0.019	-0.215
Si	12.259	-9.312	21.001	0.201	0.05	-0.629
Si	9.106	-3.105	24.933	0.075	-0.032	-0.061
Si	24.859	-1.003	-7.301	0.07	-0.006	-0.005
Si	15.682	-8.424	-7.316	-0.161	0	0.005
Si	14.343	-3.644	25.028	-0.051	-0.053	-0.067
Si	22.713	-7.455	-7.682	0.17	0.006	0.107
Si	17.595	-6.18	-7.053	0.045	0.073	-0.11
Si	11.657	-4.949	24.606	-0.069	-0.015	-0.06
Si	22.022	-7.674	23.385	0.068	0.004	-0.127
Si	27.407	-0.949	-5.625	-0.025	0.048	0.096
Si	10.988	-6.972	22.281	0.151	-0.015	-0.045
Si	20.933	-0.019	24.71	-0.047	-0.038	-0.082
Si	15.105	4.192	-5.965	-0.061	-0.009	0.053
Si	22.409	5.179	-6.565	0.053	-0.053	0.052
Si	14.248	-2.515	-4.577	-0.055	0.135	0.104
Si	18.314	3.806	23.64	-0.121	-0.042	-0.035
Si	16.809	-3.728	-5.502	0.16	0.145	0.135
Si	12.042	0.021	24.853	0.074	0.029	-0.02
Si	20.488	-5.413	-7.132	-0.015	0.124	0.161
Si	25.198	-7.688	-8.864	0.049	0.066	0.061
Si	21.081	3.114	24.714	-0.015	0.019	0.082
Si	28.841	-0.233	-8.197	-0.036	-0.069	0.025
Si	21.081	-3.554	-4.73	-0.055	0.072	0.063
Si	19.622	-0.773	21.958	0.105	0.004	-0.033
Si	23.135	4.928	-2.61	0.088	0.046	0.129
Si	15.24	2.306	-8.324	0.001	-0.061	-0.01
Si	20.987	6.763	20.751	0.166	-0.435	-0.511
Si	9.962	-1.091	22.778	0.072	0.029	-0.055
Si	20.123	-0.59	-5.271	0.114	-0.018	0.083
Si	18.292	-1.496	-7.309	-0.133	-0.065	0.057
Si	20.727	5.707	-3.945	-0.07	-0.074	0.097
Si	22.663	0.847	-6.391	-0.034	0.029	-0.042
Si	14.422	1.59	23.804	0.099	-0.004	-0.163
Si	24.9	-5.955	-6.728	-0.018	-0.022	0.014
Si	27.595	0.628	-2.865	-0.097	-0.054	0.109
Si	26.71	3.423	-3.086	-0.125	-0.043	0.115
Si	29.601	-7.477	-4.798	-0.007	0.014	0.103
Si	27.098	7.561	-0.235	-0.018	-0.433	0.511
Si	30.445	0.094	-3.035	0.023	0.02	0.098
Si	31.412	2.892	-3.339	-0.009	0.01	0.108
Si	25.432	5.073	-7.167	-0.001	-0.016	0.055
Si	28.667	-5.026	-3.115	0.07	-0.082	0.034
Si	-26.189	0.371	-2.143	-0.441	-0.036	0.629
Si	-27.144	3.236	-2.733	0.006	0.039	0.167
Si	-27.22	-7.676	-2.357	0.295	0.066	0.652
Si	-27.303	-4.553	-3.009	-0.031	0.022	0.227
Si	-23.048	-0.147	-1.997	0.271	0.014	0.69
Si	-22.21	2.323	-3.877	-0.046	-0.075	0.154
Si	-18.393	4.925	-5.047	0.058	0.021	-0.046
Si	-22.705	-3.126	-2.869	-0.21	0.129	0.243
Si	31.807	0.041	-0.364	0.686	0.084	0.27
Si	30.276	4.504	-0.985	0.236	0.075	0.623
Si	31.366	-8.344	-2.446	0.073	0.059	0.047
Si	29.835	-6.487	-0.676	0.114	0.21	0.6
Si	34.173	0.032	-0.074	-0.053	-0.077	-0.133
Si	35.002	3.843	0.113	-0.23	-0.007	0.685
Si	35.292	-7.683	-0.137	0.022	-0.005	0.023
Si	35.157	-3.834	-0.048	0.326	-0.015	0.572
Si	39.229	-0.032	0.199	0.001	0.019	-0.077
Si	38.146	3.919	0.167	0.148	-0.097	0.747
Si	37.756	-7.615	0.023	-0.298	-0.013	0.626
Si	37.631	-3.768	0.008	-0.261	0.032	0.714
Si	-19.909	-0.164	0.214	-0.167	0.052	0.544
Si	-18.857	3.922	-0.091	-0.188	-0.136	0.76
Si	-21.715	-7.834	-2.298	-0.132	0.015	0.042
Si	-20.645	-5.195	-3.705	-0.159	-0.182	0.101
Si	30.88	2.296	1.57	-0.038	0.317	0.477
Si	30.835	4.745	1.294	-0.105	-0.029	0.028
Si	30.593	-5.399	1.288	-0.052	-0.546	0.141
Si	30.821	-2.278	1.454	-0.027	0.116	0.745
Si	34.621	1.876	1.347	0.009	0.103	-0.012
Si	34.727	5.843	1.269	0.001	0	-0.039
Si	34.659	-5.793	1.191	0.008	-0.002	-0.064
Si	34.614	-1.911	1.225	0.025	-0.031	0.024
Si	38.594	1.928	1.346	-0.004	0.045	-0.003
Si	38.384	5.896	1.378	0.005	0.008	-0.021
Si	38.286	-5.68	1.271	-0.002	-0.003	-0.071
Si	38.431	-1.935	1.339	0	-0.03	-0.031
Si	-19.152	1.898	1.234	-0.014	0.028	-0.028
Si	-19.08	5.761	1.319	-0.156	-0.412	0.282
Si	-19.318	-5.154	1.287	0.047	-0.215	0.784
Si	-19.331	-2.054	1.542	0.029	0.444	0.247
Si	28.833	1.857	2.645	0.031	-0.002	0.048
Si	28.9	5.589	2.528	0.025	0.047	0.02
Si	28.779	-5.745	2.742	-0.026	-0.011	-0.037
Si	28.855	-1.984	2.716	-0.007	-0.029	-0.058
Si	32.797	1.915	2.825	0.015	-0.043	0.056
Si	32.713	5.642	2.501	0.006	0.024	0.021
Si	32.64	-5.84	2.47	-0.028	0.016	0.013
Si	32.773	-2.031	2.707	-0.035	0.047	-0.01
Si	36.596	1.87	2.658	0.016	0.028	0.012
Si	36.525	5.806	2.79	-0.023	0.023	-0.027
Si	36.456	-5.735	2.729	-0.025	0.017	0.013
Si	36.498	-1.83	2.667	-0.025	-0.044	0.022
Si	-21.042	2.033	2.691	-0.024	-0.025	-0.004
Si	-21.111	5.884	2.574	-0.025	-0.038	0.052
Si	-21.252	-5.64	2.58	-0.01	-0.021	-0.009
Si	-21.27	-1.975	2.826	0.026	0.054	-0.013
Si	28.844	-0.043	4.029	0.041	0.008	-0.008
Si	28.814	3.781	4.032	0.002	0.022	-0.034
Si	28.87	-7.8	3.912	0.04	0.013	-0.058
Si	28.824	-3.859	4.136	0.011	-0.019	0.042
Si	32.716	-0.08	4.051	-0.027	-0.007	-0.015
Si	32.792	3.868	4.083	-0.03	0.01	-0.027
Si	32.629	7.619	3.859	-0.025	0.003	-0.061
Si	32.721	-3.976	3.997	-0.029	-0.031	0.007
Si	36.537	0.021	4.092	0.014	0.011	0.014
Si	36.556	3.814	4.032	0	0.013	-0.017
Si	36.51	7.738	4.094	0.004	-0.005	0.008
Si	36.491	-3.787	4.03	0.007	-0.01	-0.017
Si	-21.153	0.058	4.033	0.015	0.038	-0.023
Si	-21.109	3.957	4.01	0.022	0.032	0.012
Si	-21.147	-7.594	3.942	0.021	-0.002	-0.018
Si	-21.239	-3.878	4.14	0.033	0.013	0.038
Si	30.777	-0.035	5.385	0.018	-0.005	0.045
Si	30.79	3.83	5.35	0.002	0.012	0.008
Si	30.766	7.663	5.312	0.015	0.015	0.046
Si	30.802	-3.883	5.394	0.005	-0.001	0
Si	34.608	-0.019	5.437	-0.01	0.004	-0.001
Si	34.669	3.839	5.448	0.022	-0.009	0.038
Si	34.532	7.675	5.338	-0.034	0.008	0.011
Si	34.594	-3.881	5.408	0.016	-0.004	0.023
Si	-23.067	0.027	5.414	-0.001	-0.014	0.01
Si	-23.053	3.869	5.363	-0.008	-0.002	0.037
Si	-23.06	-7.66	5.366	0.001	0.026	-0.002
Si	-23.162	-3.844	5.442	-0.025	0.009	0.034
Si	26.927	0.002	5.399	-0.012	-0.017	0.015
Si	26.946	3.859	5.44	-0.009	-0.046	0.054
Si	26.959	-7.709	5.346	0.002	-0.003	0.006
Si	26.903	-3.842	5.474	0.005	0.012	0.018
Si	30.799	1.892	12.22	-0.004	0.009	-0.014
Si	30.768	5.807	12.238	0.003	-0.007	-0.011
Si	30.786	-5.762	12.295	-0.001	-0.003	-0.019
Si	30.766	-1.942	12.283	-0.013	-0.015	-0.033
Si	34.614	1.927	12.214	-0.014	0.035	-0.021
Si	34.612	5.764	12.209	-0.022	-0.015	-0.023
Si	34.604	-5.8	12.246	0.018	-0.003	-0.016
Si	34.595	-1.941	12.225	0.002	-0.012	-0.018
Si	-23.1	1.926	12.143	-0.011	-0.004	-0.03
Si	-23.112	5.744	12.169	0	-0.015	-0.013
Si	-23.13	-5.818	12.146	0.013	0.037	-0.027
Si	-23.126	-1.93	12.142	-0.004	-0.019	-0.027
Si	27.004	1.951	12.186	0.018	0.006	-0.019
Si	26.984	5.816	12.192	0.002	0.012	-0.031
Si	26.982	-5.774	12.232	0.013	0.003	-0.016
Si	26.967	-1.884	12.213	0.021	-0.013	-0.015
Si	28.9	1.885	13.598	0.024	0.001	0.033
Si	28.855	5.859	13.623	-0.013	0.007	0.027
Si	28.863	-5.754	13.676	-0.016	0.015	0.023
Si	28.834	-1.932	13.659	-0.02	-0.003	-0.011
Si	32.704	1.899	13.606	0.029	-0.011	0.01
Si	32.698	5.778	13.579	0.008	0	0.002
Si	32.715	-5.77	13.671	-0.04	0.014	0.03
Si	32.698	-1.959	13.642	-0.001	0.027	0.026
Si	36.551	1.918	13.547	0.012	-0.026	0.02
Si	36.535	5.767	13.567	0.005	0	0.053
Si	36.548	-5.861	13.579	-0.01	-0.015	0.011
Si	36.535	-1.924	13.552	0.008	0.015	0.02
Si	-21.139	1.963	13.427	-0.005	0.03	-0.013
Si	-21.158	5.726	13.465	0.004	0.003	-0.003
Si	-21.196	-5.842	13.444	-0.006	-0.023	0.006
Si	-21.195	-1.91	13.456	0.008	0.003	-0.006
Si	28.886	-0.022	15.036	-0.003	0.009	0.027
Si	28.905	3.867	14.851	0.004	-0.009	-0.06
Si	28.868	-7.638	15.103	0.01	-0.001	0.053
Si	28.76	-3.838	15.069	-0.023	-0.01	-0.019
Si	32.749	-0.03	14.997	-0.007	0.026	0.001
Si	32.653	3.855	14.919	-0.018	0.002	-0.031
Si	32.739	-7.728	15	0.036	-0.01	-0.018
Si	32.672	-3.85	15.077	-0.008	-0.048	0.024
Si	36.517	0.006	14.933	-0.014	0.02	-0.026
Si	36.572	3.841	14.9	0.001	0.006	-0.005
Si	36.544	-7.762	15.03	-0.008	0.032	-0.05
Si	36.54	-3.892	14.836	-0.003	-0.022	-0.049
Si	-21.186	0.066	14.744	-0.014	-0.047	-0.041
Si	-21.088	3.834	14.84	-0.002	0.005	-0.019
Si	-21.253	-7.765	14.802	0.021	0.042	-0.018
Si	-21.196	-3.891	14.702	-0.037	0.006	-0.057
Si	30.86	-0.038	16.396	-0.005	0.045	0.012
Si	30.724	3.908	16.3	0.006	0.011	0.043
Si	30.886	-7.721	16.435	-0.037	0.02	0.062
Si	30.671	-3.849	16.439	-0.003	-0.03	0.061
Si	34.663	-0.059	16.414	0.005	-0.045	0.025
Si	34.597	3.798	16.194	-0.009	-0.028	0.004
Si	34.63	-7.768	16.431	-0.011	-0.022	0.029
Si	34.734	-3.864	16.297	0.033	0.023	0.018
Si	38.507	0.083	16.155	0.031	-0.043	-0.019
Si	38.563	3.888	16.191	0.024	-0.026	0.002
Si	38.509	-7.808	16.356	0.034	0.019	0.027
Si	38.498	-3.9	16.09	0.056	-0.011	0.017
Si	26.839	0.068	16.237	0.026	-0.057	0.033
Si	27.063	3.852	16.241	0.028	-0.005	0.05
Si	26.788	-7.592	16.307	-0.009	0.041	0.062
Si	26.736	-3.825	16.353	0.024	-0.025	0.087
Si	30.74	1.984	17.626	-0.02	-0.048	0.018
Si	30.819	5.724	17.855	0.03	-0.089	-0.011
Si	30.897	-5.776	17.793	0.035	0.003	-0.039
Si	31.024	-1.958	17.815	0.054	0.083	-0.015
Si	34.562	1.954	17.659	-0.033	-0.012	0.057
Si	34.646	5.59	17.701	0.013	0.051	0.077
Si	34.754	-5.764	17.69	0.005	-0.041	0.097
Si	35.012	-2.018	17.754	0.062	0.096	-0.01
Si	38.494	2.007	17.558	-0.004	-0.055	0.056
Si	38.637	5.639	17.798	0.037	0.059	0.076
Si	38.929	-5.776	17.472	0.273	-0.04	-0.42
Si	38.973	-1.929	17.244	0.042	0.006	-0.024
Si	26.931	1.937	17.665	0.006	-0.005	0.012
Si	27.016	5.829	17.52	0.04	-0.012	-0.085
Si	26.004	-5.721	17.61	-0.059	-0.011	-0.049
Si	26.12	-1.813	17.453	-0.186	-0.097	-0.644
Si	28.851	1.607	19.017	0.093	0.187	-0.768
Si	28.811	6.399	18.97	0.038	0.028	-0.023
Si	29.491	-6.713	19.47	0.071	-0.259	-0.786
Si	29.829	-1.36	19.771	0.303	-0.143	-0.587
Si	32.605	2.499	18.931	0.191	0.284	-0.497
Si	-28.197	-9.135	21.95	0.018	-0.173	-0.295
Si	32.874	-5.12	18.975	-0.034	0.238	-0.615
Si	33.04	-2.63	18.955	0.004	-0.063	-0.145
Si	36.534	2.548	18.775	0.018	-0.044	0.015
Si	36.625	4.945	18.868	-0.019	-0.16	-0.72
Si	36.447	-5.899	19.32	-0.236	0.184	-0.595
Si	37.276	-1.768	18.805	-0.217	-0.141	-0.7
Si	25.042	2.638	18.898	-0.04	0.301	-0.599
Si	25.345	5.081	18.987	-0.279	-0.193	-0.492
Si	26.675	-5.459	19.83	-0.262	-0.059	-0.725
Si	27.082	-2.421	20.304	0.015	-0.093	-0.136
Si	-24.961	-3.44	21.121	-0.016	-0.078	-0.129
Si	24.615	-8.803	24.155	0.038	0.046	0.048
Si	-24.26	-4.451	23.901	-0.039	0.026	-0.046
Si	32.769	4.962	19.051	-0.065	-0.228	-0.759
Si	32.482	-1.885	21.106	0.014	-0.012	-0.562
Si	24.1	3.649	23.997	-0.134	-0.129	-0.086
Si	36.819	0.941	20.409	-0.157	0.451	-0.517
Si	32.089	-4.048	23.297	-0.003	-0.005	0.004
Si	-24.491	3.059	-8.281	0.022	-0.065	-0.12
Si	31.814	-6.5	21.554	0.104	0.151	-0.288
Si	29.045	3.318	21.676	0.095	-0.061	-0.108
Si	31.737	2.235	21.817	-0.124	-0.043	-0.122
Si	-21.722	-3.574	-8.873	0.069	-0.115	-0.118
Si	-22.009	1.449	21.76	0.083	0.026	-0.241
Si	27.564	-9.49	20.925	0.172	0.122	-0.616
Si	24.512	-3.125	24.742	0.034	0.016	-0.091
Si	-21.602	-0.901	-7.252	0.135	0.039	0.041
Si	31.148	-8.392	-7.17	-0.153	-0.049	0.052
Si	29.717	-3.558	24.999	-0.099	0.056	-0.006
Si	-23.357	-7.391	-7.592	0.099	-0.008	0.148
Si	-28.438	-6.159	-7.068	-0.006	0.084	-0.097
Si	27.107	-4.939	24.54	-0.018	-0.034	-0.079
Si	-24.113	-7.587	23.656	0.077	0.074	-0.107
Si	-19.214	-0.568	-5.388	-0.033	0.07	0
Si	26.404	-7.04	22.29	0.109	-0.022	-0.046
Si	-25.307	-0.086	24.846	0.01	-0.047	-0.068
Si	30.481	4.271	-5.872	-0.032	-0.011	0.028
Si	-23.9	5.214	-6.418	0.073	-0.067	0.094
Si	29.676	-2.545	-4.507	0.008	0.093	0.123
Si	-27.963	3.765	23.686	-0.157	-0.006	-0.021
Si	32.358	-3.78	-5.337	0.135	0.103	0.121
Si	27.445	0.066	25.06	0.126	0.024	0.009
Si	-25.583	-5.371	-7.34	-0.049	0.073	0.211
Si	-20.743	-7.833	-8.447	0.016	0.129	0.039
Si	-25.227	3.012	24.709	0.018	-0.023	0.055
Si	-17.631	0.228	-7.657	-0.058	-0.019	0.054
Si	-24.979	-3.582	-4.863	-0.109	0.075	0.103
Si	-26.522	-0.915	22.075	0.096	0.031	0.013
Si	-22.967	4.897	-2.584	0.029	0.029	0.124
Si	30.722	2.34	-8.131	-0.026	-0.046	0.005
Si	-25.255	-8.511	21.087	-0.065	-0.051	-0.146
Si	25.591	-1.108	22.743	-0.012	-0.025	-0.129
Si	-26.062	-0.578	-4.962	0.071	0.003	0.129
Si	-27.803	-1.484	-7.138	-0.076	-0.066	0.059
Si	-25.483	5.619	-3.693	-0.135	-0.008	0.091
Si	-23.663	0.925	-6.176	-0.137	0.092	0.055
Si	29.772	1.535	23.838	0.081	-0.038	-0.152
Si	-21.278	-5.769	-6.66	0.028	-0.038	0.074
Si	-18.71	0.305	-2.577	-0.073	-0.083	0.02
Si	-19.414	3.203	-2.802	-0.198	-0.006	0.022
Si	-16.917	-7.934	-5.014	0.043	0.009	0.082
Si	-19.107	-7.366	-0.773	0.084	0.062	0.119
Si	-15.733	0.188	-3.122	0.107	-0.005	0.182
Si	-14.649	3.047	-3.17	0.032	-0.032	0.08
Si	-20.851	4.744	-6.958	-0.131	0.028	-0.033
Si	-17.737	-5.887	-2.978	0.043	-0.126	0.17
Si	-10.663	0.415	-2.536	-0.035	0.107	0.167
Si	-11.644	3.242	-2.679	0.038	0.068	0.14
Si	-11.973	-7.802	-2.773	-0.023	0.052	0.128
Si	-12.35	-4.667	-2.643	0.044	-0.047	0.198
Si	-7.627	-0.344	-2.202	0.238	0.142	0.689
Si	-6.959	2.226	-3.841	-0.056	-0.071	0.161
Si	-3.2	5.377	-5.106	0.115	-0.053	0
Si	-7.806	-3.427	-2.355	-0.199	-0.037	0.725
Si	-14.471	0.121	-0.359	0.713	0.11	0.393
Si	-15.844	4.819	-0.865	0.091	0.088	0.626
Si	-14.921	-8.37	-2.819	0.116	-0.093	0.109
Si	-15.164	-5.4	-1.849	0.055	0.128	0.222
Si	-12.126	-0.003	0.198	-0.483	0.043	0.548
Si	-10.833	3.882	0.181	0.352	-0.122	0.575
Si	-10.767	-7.74	0.21	0.289	0.115	0.734
Si	-10.876	-3.913	0.14	0.339	0.232	0.597
Si	-7.081	0.017	0.05	0.077	0.02	-0.044
Si	-8.352	3.956	0.107	-0.085	-0.003	-0.007
Si	-8.323	-7.636	0.237	-0.251	-0.067	0.64
Si	-8.429	-3.761	-0.032	-0.053	0.045	-0.022
Si	-4.661	0.131	-0.16	-0.385	0.308	0.491
Si	-3.574	3.911	-0.176	-0.162	-0.063	0.768
Si	-6.305	-8.148	-2.097	-0.192	-0.063	0.097
Si	-5.625	-5.488	-3.516	-0.097	-0.088	0.171
Si	-15.265	2.381	1.536	-0.033	0.261	0.439
Si	-15.285	4.844	1.398	-0.051	-0.063	0.023
Si	-15.329	-5.209	1.251	-0.099	-0.356	0.768
Si	-15.387	-2.093	1.598	0.028	0.19	0.737
Si	-11.47	1.934	1.394	0.014	0.041	-0.035
Si	-11.367	5.754	1.477	0.035	0.068	-0.067
Si	-11.401	-5.799	1.432	0.01	-0.059	-0.079
Si	-11.565	-1.965	1.379	0.017	-0.03	-0.002
Si	-7.669	1.979	1.255	-0.016	0.051	-0.003
Si	-7.807	5.8	1.474	-0.012	0.066	-0.058
Si	-7.824	-5.639	1.36	0.023	-0.051	-0.072
Si	-7.724	-1.904	1.309	-0.016	-0.041	0.024
Si	-3.832	1.932	1.185	0.014	0.037	-0.053
Si	-3.867	5.746	1.307	-0.011	-0.008	-0.076
Si	-3.934	-5.371	1.548	-0.039	-0.15	0.775
Si	-3.9	-2.296	1.484	-0.014	0.228	0.764
Si	-17.275	1.882	2.684	0.058	0.033	0.03
Si	-17.184	5.592	2.689	0.02	0.059	0.014
Si	-17.317	-5.707	2.501	-0.001	-0.034	-0.02
Si	-17.363	-1.896	2.816	0.001	-0.083	-0.038
Si	-13.35	1.978	2.815	-0.01	-0.052	0.032
Si	-13.413	5.663	2.624	-0.029	0.036	-0.003
Si	-13.443	-5.752	2.609	-0.025	0.028	0.007
Si	-13.408	-1.982	2.837	-0.039	0.045	0.008
Si	-9.541	1.862	2.734	0.007	-0.005	-0.047
Si	-9.587	5.772	2.969	0.015	0.007	-0.014
Si	-9.595	-5.736	2.892	0.02	0.007	0.012
Si	-9.622	-1.837	2.732	-0.014	-0.035	-0.062
Si	-5.737	2.043	2.63	0.024	-0.068	-0.02
Si	-5.788	5.785	2.676	-0.013	0.003	0.03
Si	-5.901	-5.676	2.754	0.027	0.017	-0.02
Si	-5.85	-1.987	2.762	0.009	0.005	-0.046
Si	-17.293	0.023	4.114	0.039	0.012	0.009
Si	-17.313	3.764	4.121	-0.004	-0.021	-0.033
Si	-17.259	-7.702	3.868	0.023	0.021	-0.031
Si	-17.325	-3.895	4.056	0.034	0.008	0.05
Si	-13.405	0.001	4.102	-0.013	-0.026	-0.014
Si	-13.372	3.871	4.164	-0.022	0.01	-0.019
Si	-13.503	-7.723	3.933	0.018	0.004	-0.034
Si	-13.433	-3.921	4.126	-0.044	-0.006	0.012
Si	-9.589	0.01	4.156	-0.028	0.004	0.033
Si	-9.576	3.772	4.156	-0.018	0.03	-0.024
Si	-9.598	-7.662	4.227	-0.011	0.002	0.044
Si	-9.622	-3.765	4.137	-0.008	-0.019	-0.037
Si	-5.777	0.046	3.992	0.019	0.008	-0.055
Si	-5.756	3.884	4.08	0.018	0.035	-0.006
Si	-5.799	-7.666	4.041	-0.014	-0.008	-0.003
Si	-5.851	-3.831	4.2	0.041	0.013	0.004
Si	-15.348	-0.009	5.439	0.009	-0.001	0.046
Si	-15.353	3.819	5.435	-0.006	0.006	0.03
Si	-15.395	-7.689	5.334	0.005	-0.013	0.027
Si	-15.396	-3.884	5.421	-0.005	-0.008	0.021
Si	-11.521	0.004	5.498	-0.028	0.017	0.002
Si	-11.488	3.829	5.528	0.023	-0.012	0.028
Si	-11.61	-7.695	5.419	-0.019	0.017	0.008
Si	-11.536	-3.849	5.494	0.012	0.01	0.017
Si	-7.643	0.016	5.457	0.008	-0.009	0.018
Si	-7.653	3.833	5.481	-0.002	0.006	0.053
Si	-7.655	-7.688	5.512	0.002	0.007	0.009
Si	-7.744	-3.814	5.545	-0.002	-0.013	0.029
Si	-19.243	0.011	5.424	-0.022	-0.034	0.005
Si	-19.237	3.863	5.436	-0.011	-0.02	0.028
Si	-19.194	-7.673	5.284	0.006	-0.029	0.009
Si	-19.253	-3.885	5.413	0.016	0.002	0.009
Si	-15.395	1.866	12.216	-0.007	0.003	-0.013
Si	-15.413	5.781	12.239	0.019	0	-0.01
Si	-15.413	-5.791	12.271	0.004	0.006	-0.027
Si	-15.428	-1.966	12.273	-0.015	-0.012	-0.034
Si	-11.544	1.908	12.28	-0.02	0.025	-0.013
Si	-11.558	5.768	12.252	-0.011	-0.018	-0.02
Si	-11.549	-5.784	12.294	0.03	0.012	-0.01
Si	-11.569	-1.95	12.277	0.017	0.002	-0.017
Si	-7.698	1.93	12.265	-0.026	-0.002	-0.024
Si	-7.717	5.76	12.252	0.002	-0.016	-0.01
Si	-7.72	-5.791	12.232	0.015	0.033	-0.031
Si	-7.716	-1.909	12.232	-0.005	-0.02	-0.027
Si	-19.192	1.904	12.143	0.018	0.006	-0.015
Si	-19.216	5.767	12.163	0.007	0.02	-0.028
Si	-19.229	-5.82	12.174	0.008	0.008	-0.015
Si	-19.241	-1.935	12.167	0.009	-0.02	-0.019
Si	-17.31	1.82	13.572	0.008	0.004	0.025
Si	-17.342	5.794	13.592	-0.018	-0.004	0.015
Si	-17.357	-5.798	13.617	-0.021	0.017	0.017
Si	-17.38	-1.982	13.615	-0.011	-0.013	-0.006
Si	-13.494	1.875	13.609	0.008	-0.016	-0.003
Si	-13.488	5.768	13.598	0.005	0.013	-0.011
Si	-13.489	-5.789	13.645	-0.063	0.027	0.028
Si	-13.502	-1.985	13.641	-0.016	0.017	0.033
Si	-9.61	1.904	13.646	0.04	-0.02	0.019
Si	-9.644	5.779	13.62	0.001	0.002	0.044
Si	-9.6	-5.818	13.645	0.008	-0.016	0.021
Si	-9.626	-1.923	13.609	-0.014	0.01	0.001
Si	-5.731	1.974	13.562	-0.002	0.035	-0.01
Si	-5.755	5.771	13.544	0.009	0.002	0.005
Si	-5.793	-5.792	13.556	0	-0.027	0.02
Si	-5.778	-1.864	13.55	-0.006	-0.007	0.019
Si	-17.35	-0.096	15.009	-0.003	0.019	0.024
Si	-17.292	3.794	14.823	0.011	-0.009	-0.047
Si	-17.357	-7.686	15.024	0.007	-0.008	0.031
Si	-17.468	-3.89	15.011	-0.029	-0.006	-0.042
Si	-13.476	-0.058	14.986	0.007	0.013	-0.005
Si	-13.533	3.828	14.916	-0.025	-0.002	-0.018
Si	-13.448	-7.719	14.996	0.042	-0.031	-0.019
Si	-13.582	-3.891	15.05	-0.006	-0.034	-0.009
Si	-9.606	-0.031	15.022	-0.016	0.027	-0.022
Si	-9.62	3.855	14.96	-0.011	0.012	0.006
Si	-9.618	-7.73	15.059	0.009	0.021	-0.034
Si	-9.613	-3.856	14.933	0.02	-0.01	-0.044
Si	-5.743	0.075	14.902	0.001	-0.024	-0.013
Si	-5.693	3.887	14.926	-0.002	-0.002	-0.021
Si	-5.847	-7.725	14.904	-0.003	0.051	-0.026
Si	-5.779	-3.822	14.814	0.002	0	0.003
Si	-15.383	-0.128	16.366	0.01	0.015	-0.004
Si	-15.468	3.822	16.27	0.025	0.013	-0.013
Si	-15.362	-7.726	16.346	0.001	0.042	0.061
Si	-15.59	-3.913	16.411	0.021	-0.003	0.04
Si	-11.552	-0.074	16.377	0.003	-0.031	0.003
Si	-11.617	3.792	16.232	0.024	-0.036	-0.009
Si	-11.543	-7.72	16.426	-0.029	-0.024	0.013
Si	-11.538	-3.922	16.258	0.021	0.03	0.031
Si	-7.612	0.063	16.297	0.005	-0.059	0.009
Si	-7.619	3.946	16.237	-0.001	-0.004	-0.015
Si	-7.67	-7.771	16.416	-0.015	0.013	0.029
Si	-7.635	-3.798	16.203	0.014	-0.018	0.025
Si	-19.395	-0.054	16.231	0.01	-0.057	0.054
Si	-19.146	3.765	16.192	-0.001	0.005	0.051
Si	-19.423	-7.684	16.22	-0.039	0.035	0.027
Si	-19.486	-3.914	16.281	0.008	-0.007	0.117
Si	-15.466	1.878	17.587	-0.021	-0.056	0.022
Si	-15.42	5.717	17.692	-0.019	-0.053	0.01
Si	-15.427	-5.836	17.771	0.01	-0.035	-0.012
Si	-15.312	-2.038	17.813	0.046	0.092	0.005
Si	-11.597	1.897	17.653	-0.029	-0.032	0.038
Si	-11.522	5.651	17.661	0.046	0.021	0.064
Si	-11.495	-5.748	17.749	0.032	-0.042	0.089
Si	-11.436	-2.065	17.662	-0.489	0.126	-0.227
Si	-7.666	2.062	17.578	0.018	-0.029	0.041
Si	-7.557	5.683	17.874	0.028	0.06	0.073
Si	-7.274	-5.72	17.501	0.282	-0.056	-0.429
Si	-6.998	-1.899	17.467	0.057	0.003	-0.013
Si	-19.304	1.844	17.605	0.015	-0.01	0.004
Si	-19.203	5.748	17.456	0.019	-0.006	-0.059
Si	-20.138	-5.828	17.537	-0.051	-0.027	-0.085
Si	-20.156	-1.954	17.437	-0.187	-0.044	-0.659
Si	-17.374	1.507	18.909	0.076	0.178	-0.798
Si	-17.376	6.332	18.856	0.018	0.087	-0.02
Si	-16.931	-6.681	19.455	-0.397	-0.002	-0.534
Si	-16.469	-1.424	19.804	0.327	-0.203	-0.624
Si	-13.585	2.149	18.937	0.164	-0.278	-0.692
Si	-13.029	-8.931	21.852	0.076	-0.15	-0.184
Si	-13.456	-5.174	18.967	-0.051	0.259	-0.554
Si	-13.312	-2.7	18.943	0.003	-0.109	-0.119
Si	-9.646	2.584	18.758	0.039	0.018	-0.007
Si	-9.6	5.001	18.906	0.039	-0.168	-0.648
Si	-9.762	-5.789	19.368	-0.253	0.202	-0.57
Si	-8.546	-1.72	19.137	0.324	-0.073	-0.408
Si	40.39	2.51	18.905	-0.078	0.275	-0.58
Si	40.714	4.942	18.95	-0.261	-0.125	-0.48
Si	-19.156	-5.759	19.66	0.477	-0.223	-0.708
Si	-19.179	-2.654	20.323	0.025	-0.011	-0.124
Si	-9.616	-3.311	21.245	0.028	-0.163	-0.155
Si	-21.431	-8.763	24.055	0.044	-0.044	-0.033
Si	-8.973	-4.384	24.089	-0.107	-0.003	-0.077
Si	-13.467	5.301	18.946	0.054	0.242	-0.814
Si	-13.78	-1.903	21.085	-0.039	-0.153	-0.592
Si	-22.245	3.721	23.966	-0.053	-0.127	-0.138
Si	-9.342	1.044	20.425	-0.176	0.386	-0.471
Si	-14.094	-4.004	23.362	0.075	-0.035	-0.053
Si	-9.035	3.105	-8.433	0.046	-0.066	-0.098
Si	-14.606	-6.413	21.589	0.025	0.06	-0.341
Si	-17.062	3.106	21.571	0.148	-0.072	-0.098
Si	-14.362	2.01	21.779	-0.081	-0.034	-0.11
Si	-6.459	-3.606	-8.711	0.022	0.013	-0.071
Si	-6.735	1.625	21.747	0.009	-0.084	-0.268
Si	-18.496	5.623	20.782	0.087	0.071	-0.704
Si	-21.368	-3.591	24.572	0.025	-0.052	-0.173
Si	-6.097	-0.828	-7.298	0.072	0.002	-0.024
Si	-15.133	-8.504	-7.258	-0.178	0.019	0.006
Si	-16.488	-3.522	25.037	-0.081	-0.14	-0.061
Si	-8.411	-7.293	-7.408	0.12	0.023	0.065
Si	-13.512	-6.011	-7.227	0.042	0.045	-0.162
Si	-18.89	-5.212	24.104	0.005	0.056	0.038
Si	-8.95	-7.428	23.722	-0.024	-0.029	-0.021
Si	-3.488	-0.801	-5.669	-0.034	0.098	0.099
Si	-19.428	-7.301	22.103	-0.027	-0.046	-0.114
Si	-10.017	0.035	24.651	-0.023	-0.004	-0.045
Si	-15.488	4.174	-5.897	-0.082	-0.072	0.099
Si	-8.531	5.177	-6.467	0.054	-0.011	0.053
Si	-16.492	-1.486	-5.553	-0.093	0.127	0.073
Si	-12.608	3.812	23.477	-0.125	-0.012	-0.066
Si	-14.828	-3.457	-6.78	0.053	-0.052	-0.025
Si	-18.79	0.142	24.819	0.051	0.054	0.03
Si	-10.605	-5.236	-6.955	0.034	0.09	0.109
Si	-5.833	-7.541	-8.538	0.014	0.019	0.108
Si	-9.889	3.154	24.562	-0.003	-0.011	0.025
Si	-2.08	-0.085	-8.246	-0.023	-0.098	0.06
Si	-10.249	-3.49	-4.475	-0.004	0.035	0.208
Si	-11.257	-0.8	21.925	0.139	0.017	-0.043
Si	-7.883	4.64	-2.103	0.089	-0.102	0.665
Si	-15.557	2.481	-8.262	0.078	-0.07	0.043
Si	-10.036	-8.414	21.124	-0.059	-0.059	-0.155
Si	-20.576	-1.204	22.769	-0.007	-0.017	-0.179
Si	-10.827	-0.527	-5.262	0.149	-0.067	0.058
Si	-12.713	-1.364	-7.402	-0.03	-0.104	-0.009
Si	-10.126	5.516	-3.784	-0.031	-0.026	0.079
Si	-8.296	1.013	-6.341	-0.006	0.063	-0.03
Si	-16.332	1.477	23.826	0.137	-0.027	-0.147
Si	-6.289	-5.73	-6.47	0.023	-0.024	0.008
Si	0.006	-1.93	6.84	-0.012	0.01	-0.018
Si	0.004	1.907	6.787	-0.005	0.007	-0.01
Si	-0.01	5.74	6.778	-0.01	-0.001	-0.011
Si	-0.008	-5.791	6.811	0.001	0.008	-0.01
Si	3.842	-1.933	6.857	-0.018	0.002	-0.017
Si	3.831	1.909	6.842	-0.021	-0.005	-0.016
Si	3.832	5.766	6.817	0.005	0.009	-0.02
Si	3.827	-5.779	6.839	-0.012	0.001	-0.011
Si	7.68	-1.888	6.822	0.031	-0.008	-0.008
Si	7.701	1.927	6.796	0.003	0.01	-0.017
Si	7.683	-9.61	6.79	-0.002	-0.01	-0.007
Si	7.671	-5.761	6.821	0.015	-0.007	-0.006
Si	-3.889	-1.898	6.855	-0.011	-0.02	-0.006
Si	-3.851	1.919	6.795	0.001	0.015	-0.022
Si	-3.859	-9.619	6.802	0.007	-0.019	-0.029
Si	-3.861	-5.788	6.818	0.019	0.01	-0.018
Si	15.416	-1.91	6.809	-0.003	0.015	-0.011
Si	15.408	1.934	6.773	-0.008	0.002	-0.015
Si	15.401	-9.607	6.777	-0.018	0.002	-0.023
Si	15.404	-5.787	6.798	-0.004	-0.001	-0.004
Si	19.229	-1.896	6.841	0.008	0.011	-0.014
Si	19.235	1.917	6.844	0.005	-0.022	-0.011
Si	19.24	-9.582	6.822	-0.005	0.012	-0.03
Si	19.217	-5.755	6.819	-0.006	-0.006	-0.017
Si	23.092	-1.873	6.842	0.008	-0.014	0.001
Si	23.113	1.938	6.805	-0.013	0.004	-0.012
Si	23.102	-9.58	6.814	-0.001	-0.024	-0.002
Si	23.083	-5.756	6.835	0.013	0.002	0.001
Si	11.518	-1.889	6.858	-0.006	-0.024	-0.001
Si	11.534	1.935	6.823	0.004	0.024	-0.02
Si	11.536	-9.578	6.821	0.003	-0.013	-0.018
Si	11.537	-5.793	6.831	0.001	0.006	-0.004
Si	30.792	-1.953	6.758	-0.008	0.016	-0.02
Si	30.796	1.91	6.727	0.001	0.008	-0.018
Si	30.781	5.759	6.71	-0.005	0.007	-0.024
Si	30.779	-5.812	6.727	0.005	-0.004	-0.014
Si	34.596	-1.954	6.771	-0.005	-0.003	-0.011
Si	34.603	1.908	6.785	-0.005	-0.001	-0.011
Si	34.61	5.785	6.752	0.004	0.001	-0.015
Si	34.583	-5.81	6.744	-0.01	-0.005	-0.008
Si	-23.094	-1.909	6.771	0.019	-0.001	-0.003
Si	-23.074	1.952	6.755	0.007	0.005	-0.012
Si	-23.074	-9.594	6.724	-0.004	-0.016	-0.009
Si	-23.111	-5.777	6.773	-0.017	0.002	-0.002
Si	26.924	-1.904	6.798	-0.017	-0.022	-0.003
Si	26.941	1.921	6.774	-0.006	0.016	-0.021
Si	26.947	-9.593	6.77	0.007	-0.016	-0.025
Si	26.946	-5.798	6.765	0.023	0.012	-0.028
Si	-15.374	-1.951	6.777	0.01	-0.002	-0.011
Si	-15.352	1.906	6.805	-0.001	0.019	-0.024
Si	-15.379	-9.609	6.736	-0.015	0.012	-0.024
Si	-15.384	-5.804	6.763	0	0.027	-0.005
Si	-11.549	-1.927	6.842	0.002	0.002	-0.011
Si	-11.536	1.909	6.869	0	0.004	-0.01
Si	-11.539	-9.6	6.819	0.006	-0.005	-0.022
Si	-11.559	-5.791	6.816	-0.007	-0.002	-0.016
Si	-7.688	-1.885	6.863	0.011	0.006	-0.003
Si	-7.661	1.919	6.842	-0.004	0	-0.009
Si	-7.68	-9.627	6.84	-0.001	-0.008	-0.003
Si	-7.7	-5.762	6.86	0.007	-0.013	-0.002
Si	-19.239	-1.941	6.754	0.003	-0.013	-0.012
Si	-19.253	1.928	6.784	-0.006	0.027	-0.025
Si	-19.214	-9.571	6.722	0.004	-0.002	-0.017
Si	-19.225	-5.808	6.745	0.022	0.011	-0.024
Si	1.917	-1.929	8.216	0.014	0.003	0.019
Si	1.901	1.914	8.194	-0.016	0	0.025
Si	1.9	5.753	8.174	-0.021	-0.005	0.016
Si	1.902	-5.776	8.194	-0.005	0.02	0.011
Si	5.765	-1.91	8.198	-0.011	-0.008	0.008
Si	5.771	1.924	8.165	-0.009	0.019	0.006
Si	5.76	-9.608	8.156	-0.006	-0.009	0.011
Si	5.755	-5.788	8.187	-0.002	-0.011	0.005
Si	9.594	-1.907	8.2	0.012	-0.002	0.019
Si	9.612	1.937	8.177	0.001	-0.011	0.021
Si	9.604	-9.605	8.163	0.003	-0.005	0.018
Si	9.601	-5.771	8.175	0.006	0.005	0.008
Si	-1.933	-1.931	8.179	0	0.009	0.011
Si	-1.917	1.914	8.149	0.019	-0.003	0.024
Si	-1.922	-9.621	8.149	0.024	0.009	0.02
Si	-1.93	-5.774	8.168	0.005	-0.008	0.013
Si	17.313	-1.905	8.203	0.013	-0.003	0.014
Si	17.3	1.938	8.185	-0.008	0.005	0.026
Si	17.308	-9.599	8.17	-0.014	-0.018	0.018
Si	17.306	-5.758	8.188	-0.015	0.02	0.012
Si	21.157	-1.878	8.185	-0.01	-0.004	0.007
Si	21.177	1.936	8.162	-0.013	0.029	0.009
Si	21.166	-9.578	8.16	-0.003	-0.014	0.01
Si	21.147	-5.762	8.173	-0.001	-0.008	0.003
Si	25.022	-1.905	8.183	0.009	0.003	0.021
Si	25.036	1.939	8.158	0.007	-0.019	0.021
Si	25.037	-9.589	8.151	0.004	0.002	0.027
Si	25.03	-5.762	8.151	-0.007	-0.007	0.012
Si	13.483	-1.909	8.163	0.001	0.003	0.011
Si	13.489	1.935	8.144	0.013	0.008	0.024
Si	13.486	-9.591	8.145	0.018	0.003	0.027
Si	13.481	-5.762	8.161	0.015	-0.012	0.013
Si	32.691	-1.942	8.149	0.014	0.001	0.022
Si	32.682	1.915	8.142	-0.012	0.008	0.029
Si	32.683	5.763	8.111	-0.011	-0.013	0.023
Si	32.678	-5.788	8.124	-0.002	0.018	0.019
Si	-25.027	-1.931	8.122	-0.01	-0.012	0.006
Si	-25.01	1.918	8.11	-0.018	0.022	0.006
Si	-25.009	-9.597	8.088	-0.015	0	0.019
Si	-25.043	-5.807	8.113	0.005	-0.026	0.011
Si	-21.163	-1.943	8.117	0.001	-0.005	0.016
Si	-21.168	1.926	8.135	-0.001	-0.016	0.021
Si	-21.146	-9.609	8.082	0.013	-0.015	0.019
Si	-21.164	-5.789	8.099	0.006	0.004	0.006
Si	28.871	-1.931	8.126	0.004	0	0.012
Si	28.885	1.923	8.107	0.013	0.007	0.022
Si	28.887	-9.598	8.109	0.018	0.006	0.022
Si	28.873	-5.772	8.116	0.009	-0.002	0.014
Si	-13.476	-1.947	8.183	0	0.007	0.015
Si	-13.466	1.906	8.209	-0.02	-0.001	0.026
Si	-13.478	-9.621	8.154	-0.02	-0.014	0.017
Si	-13.483	-5.782	8.164	-0.016	0.013	0.009
Si	-9.628	-1.909	8.2	-0.007	-0.004	-0.001
Si	-9.602	1.914	8.193	-0.021	0.009	0.01
Si	-9.623	-9.605	8.182	0.002	0	0.013
Si	-9.639	-5.793	8.188	0.007	-0.012	0.003
Si	-5.782	-1.914	8.235	0.014	0	0.022
Si	-5.745	1.925	8.198	-0.006	-0.012	0.027
Si	-5.76	5.755	8.192	-0.002	-0.006	0.019
Si	-5.771	-5.77	8.2	-0.003	0.007	0.01
Si	-17.311	-1.947	8.114	0.003	0.005	0.008
Si	-17.303	1.915	8.119	0.02	-0.003	0.015
Si	-17.294	-9.605	8.096	0.012	0.003	0.024
Si	-17.308	-5.791	8.115	0.007	-0.019	0.018
Si	1.91	-0.004	9.566	-0.007	-0.004	-0.011
Si	1.899	3.842	9.559	0.009	-0.005	-0.013
Si	1.903	7.682	9.542	0.012	0.012	-0.025
Si	1.901	-3.861	9.573	-0.011	0.003	-0.022
Si	5.75	0.017	9.544	0.002	0.011	-0.012
Si	5.753	3.855	9.511	0.004	0.007	-0.021
Si	5.753	-7.708	9.536	0.007	-0.006	-0.014
Si	5.757	-3.852	9.533	0.02	0.002	-0.02
Si	9.61	0.022	9.54	-0.018	-0.013	-0.012
Si	9.622	3.864	9.535	-0.015	-0.005	-0.012
Si	9.6	-7.691	9.526	-0.019	0.001	-0.012
Si	9.615	-3.848	9.542	0.006	0.003	-0.01
Si	-1.913	-0.003	9.523	-0.005	0.004	-0.03
Si	-1.91	3.843	9.512	-0.02	0.005	-0.026
Si	-1.917	-7.698	9.513	-0.003	-0.001	-0.028
Si	-1.929	-3.856	9.545	-0.007	-0.006	-0.015
Si	17.307	0.02	9.552	-0.006	-0.006	-0.007
Si	17.304	3.87	9.542	0.008	0	-0.011
Si	17.307	-7.68	9.541	0.015	0.01	-0.021
Si	17.312	-3.836	9.557	-0.014	0.003	-0.013
Si	21.155	0.037	9.542	0.004	0.006	-0.013
Si	21.154	3.874	9.497	-0.004	-0.005	-0.019
Si	21.156	-7.674	9.531	0.002	-0.005	-0.016
Si	21.155	-3.822	9.517	0.015	-0.001	-0.023
Si	25.033	0.026	9.522	-0.018	-0.008	-0.01
Si	25.039	3.872	9.512	-0.015	-0.01	-0.013
Si	25.031	-7.672	9.512	-0.001	-0.004	-0.011
Si	25.032	-3.841	9.527	0.012	0.004	-0.012
Si	13.492	0.017	9.511	0.001	0.007	-0.028
Si	13.496	3.868	9.498	-0.013	0.009	-0.028
Si	13.49	-7.679	9.515	-0.008	-0.003	-0.025
Si	13.485	-3.836	9.526	0.001	-0.008	-0.012
Si	32.69	-0.015	9.501	-0.01	-0.007	-0.015
Si	32.681	3.85	9.494	0.003	0.003	-0.014
Si	32.684	7.683	9.487	0.006	0.007	-0.02
Si	32.682	-3.871	9.51	-0.009	0	-0.024
Si	-25.032	-0.004	9.474	0.004	0.003	-0.021
Si	-25.029	3.855	9.441	-0.007	-0.001	-0.02
Si	-25.033	-7.711	9.482	0.009	0.008	-0.01
Si	-25.039	-3.87	9.463	0.012	-0.001	-0.031
Si	-21.165	-0.014	9.466	-0.006	-0.006	-0.012
Si	-21.149	3.86	9.469	-0.007	0	-0.009
Si	-21.166	-7.707	9.458	-0.014	0.004	-0.007
Si	-21.164	-3.873	9.473	0.013	0.007	-0.007
Si	28.891	0	9.474	0.007	0	-0.03
Si	28.894	3.858	9.462	-0.01	0.008	-0.022
Si	28.891	-7.681	9.481	-0.004	0.001	-0.023
Si	28.872	-3.851	9.497	0	-0.015	-0.013
Si	-13.474	-0.031	9.548	-0.003	-0.004	-0.012
Si	-13.476	3.847	9.541	0.003	-0.009	-0.013
Si	-13.476	-7.701	9.525	0.019	0.022	-0.023
Si	-13.479	-3.871	9.547	0	0.003	-0.018
Si	-9.634	0.003	9.564	0.003	0.008	-0.019
Si	-9.628	3.847	9.532	-0.006	-0.009	-0.016
Si	-9.633	-7.7	9.554	0.009	0.002	-0.006
Si	-9.633	-3.854	9.534	0.014	0.003	-0.032
Si	-5.765	0.014	9.567	-0.007	-0.008	-0.011
Si	-5.755	3.843	9.566	-0.005	-0.008	-0.015
Si	-5.775	7.686	9.538	0.001	-0.008	-0.019
Si	-5.765	-3.854	9.571	0.006	0.003	-0.011
Si	-17.301	-0.022	9.465	-0.006	-0.002	-0.025
Si	-17.285	3.851	9.457	-0.016	0.023	-0.024
Si	-17.294	-7.704	9.474	-0.006	0.004	-0.023
Si	-17.308	-3.869	9.482	0.003	-0.011	-0.012
Si	-0.018	-0.031	10.919	0	-0.001	0.023
Si	-0.025	3.845	10.933	-0.004	0.002	0.032
Si	-0.021	7.703	10.905	-0.024	0.004	0.018
Si	-0.023	-3.861	10.943	0.009	0.01	0.011
Si	3.834	0.011	10.921	-0.008	0.007	0.024
Si	3.842	3.848	10.897	0.01	0	0.016
Si	3.832	7.682	10.896	-0.002	-0.004	0.017
Si	3.842	-3.866	10.915	-0.013	0	0.005
Si	7.679	0.031	10.881	0.025	0	0.005
Si	7.669	3.867	10.868	-0.006	-0.011	0.014
Si	7.678	-7.711	10.878	0.022	0	0.015
Si	7.675	-3.849	10.889	-0.014	-0.021	0.004
Si	-3.82	0.007	10.889	-0.02	-0.005	0.009
Si	-3.805	3.851	10.896	-0.002	0.001	0.017
Si	-3.834	-7.692	10.864	-0.001	-0.007	0.001
Si	-3.836	-3.857	10.927	-0.019	-0.001	0.014
Si	15.386	0	10.91	0	0.002	0.021
Si	15.383	3.874	10.915	-0.002	-0.001	0.024
Si	15.387	-7.669	10.907	-0.023	0.004	0.02
Si	15.392	-3.836	10.923	0.016	0.006	0.015
Si	19.231	0.038	10.907	0	0.01	0.022
Si	19.243	3.871	10.882	0.009	0.002	0.015
Si	19.234	-7.672	10.89	-0.006	-0.009	0.019
Si	19.249	-3.829	10.909	-0.009	-0.001	0.006
Si	23.096	0.05	10.858	0.017	-0.005	0.005
Si	23.081	3.886	10.838	-0.008	-0.008	0.01
Si	23.095	-7.679	10.852	0.016	0.004	0.012
Si	23.082	-3.824	10.863	-0.021	-0.02	0.002
Si	11.567	0.022	10.852	-0.017	-0.004	0.008
Si	11.584	3.873	10.86	-0.001	-0.002	0.017
Si	11.557	-7.683	10.842	0	-0.009	0.002
Si	11.559	-3.844	10.884	-0.019	0	0.015
Si	30.782	-0.033	10.877	0	0.003	0.028
Si	30.775	3.854	10.886	-0.001	0.007	0.033
Si	30.784	7.721	10.88	-0.016	0.003	0.025
Si	30.774	-3.856	10.9	0.011	0.011	0.021
Si	34.606	-0.008	10.864	0.004	0.012	0.026
Si	34.614	3.847	10.837	0.013	0.004	0.021
Si	34.597	7.683	10.853	0.001	-0.012	0.02
Si	34.612	-3.874	10.869	0.008	0.001	0.01
Si	-23.101	-0.006	10.803	0.015	-0.013	0.004
Si	-23.109	3.848	10.789	-0.005	-0.003	0.01
Si	-23.099	-7.73	10.803	0.014	0.006	0.013
Si	-23.114	-3.876	10.809	-0.023	-0.026	0.006
Si	26.981	0.024	10.841	-0.021	-0.001	0.009
Si	26.994	3.88	10.84	0.006	0.006	0.019
Si	26.976	-7.664	10.836	-0.005	-0.009	0.006
Si	26.965	-3.836	10.882	-0.024	-0.003	0.017
Si	-15.411	-0.055	10.875	0.009	0.002	0.021
Si	-15.407	3.834	10.891	-0.014	0	0.03
Si	-15.402	-7.694	10.876	-0.033	-0.001	0.016
Si	-15.412	-3.876	10.893	0.004	0.005	0.016
Si	-11.561	-0.017	10.923	-0.011	-0.003	0.018
Si	-11.547	3.834	10.904	0.012	0.007	0.018
Si	-11.563	-7.694	10.904	-0.007	-0.017	0.022
Si	-11.548	-3.869	10.911	-0.001	0.003	0.004
Si	-7.704	0.018	10.9	0.013	-0.006	0.007
Si	-7.71	3.843	10.893	0.002	0	0.015
Si	-7.704	-7.712	10.889	0.016	0.006	0.014
Si	-7.714	-3.853	10.897	-0.006	-0.018	0
Si	-19.226	-0.021	10.802	-0.021	0.003	0.012
Si	-19.199	3.845	10.808	-0.001	0.002	0.018
Si	-19.226	-7.714	10.797	0.01	-0.013	0.002
Si	-19.236	-3.877	10.833	-0.022	-0.002	0.013
O	-1.819	0.253	-2.26	-0.015	-0.331	0.306
O	11.082	0.423	-1.72	-0.025	-0.208	-0.481
O	-4.619	3.745	-1.45	-0.443	-0.352	-0.223
O	-2.112	4.201	-0.875	0.078	-0.113	-0.31
O	-4.454	5.3	-6.096	-0.184	0.07	-0.388
O	1.49	-7.589	-6.914	0.293	-0.382	0.031
O	11.697	-5.178	-3.278	0.222	-0.097	-0.003
O	9.45	-6.559	-3.162	-0.333	0.036	-0.308
O	0.802	-0.174	-2.013	0.1	0.008	-0.281
O	0.137	3.411	-1.979	-0.099	-0.203	0.154
O	2.276	2.714	-3.332	0.081	-0.318	-0.265
O	-0.279	-7.823	-4.436	0.513	-0.004	-0.325
O	1.858	-8.659	-3.219	0.008	-0.528	-0.153
O	-1.819	-5.536	-1.883	0.076	0.426	0.149
O	2.096	-2.635	-6.397	0.228	-0.129	-0.068
O	6.099	-0.194	-2.029	0.002	0.066	0.404
O	5.776	3.822	-0.255	-0.136	-0.26	-0.468
O	3.345	3.929	-1.247	-0.562	0.175	-0.274
O	3.377	-7.84	-1.264	-0.404	-0.237	-0.052
O	5.802	-7.626	-0.32	0.039	0.02	-0.359
O	5.616	-3.847	-0.435	-0.031	-0.12	-0.399
O	8.185	4.375	-1.142	0.379	0.038	-0.197
O	9.999	2.885	-3.841	0.097	0.243	-0.283
O	8.337	-7.608	-1.062	0.055	0.319	-0.314
O	7.985	-3.725	-1.392	0.437	-0.057	-0.032
O	9.55	-3.811	-3.377	0.361	0.234	-0.172
O	0.254	1.174	0.198	-0.245	0.039	-0.452
O	0.283	-1.429	0.166	-0.541	-0.147	-0.092
O	0.045	5.596	-0.227	0.075	0.533	-0.309
O	0.034	3.596	1.203	-0.421	-0.029	-0.423
O	0.121	-7.276	-1.928	0.218	0.034	0.319
O	-0.028	-3.862	1.019	-0.075	-0.022	-0.477
O	-0.488	-6.344	0.312	0.084	-0.34	-0.177
O	11.506	-1.305	0.199	0.248	-0.227	-0.441
O	10.862	-8.167	-1.619	0.348	-0.165	-0.53
O	11.532	-3.841	0.929	0.118	0.088	-0.664
O	11.415	-6.381	0.217	-0.192	0.137	-0.518
O	-1.069	-1.952	18.678	-0.443	-0.08	-0.257
O	5.399	-2.113	18.45	0.048	-0.369	0.221
O	7.241	-5.575	18.864	0.262	0.313	0.231
O	-2.58	-5.666	19.961	0.084	0.354	0.129
O	-2.597	-2.03	20.694	0.117	-0.254	0.418
O	11.621	-0.014	-4.271	-0.522	-0.13	-0.159
O	-3.123	2.302	-3.086	0.461	0.311	-0.529
O	-3.662	4.804	-3.669	-0.011	0.318	0.378
O	-2.271	-7.909	-0.895	0.294	-0.337	-0.379
O	10.388	-6.698	-7.602	0.65	0.167	0.221
O	10.113	-5.366	-5.373	0.598	0.291	-0.362
O	8.172	-7.298	-8.894	-0.19	0.147	-0.457
O	-0.633	-1.174	-4	0.532	-0.1	-0.512
O	-0.023	1.468	-3.817	-0.066	-0.009	-0.679
O	0.355	3.978	-4.574	-0.045	0.17	0.055
O	8.004	-0.457	-6.469	-0.039	-0.518	0.096
O	-6.478	5.335	23.447	0.034	-0.028	-0.257
O	-2.123	-5.94	-4.547	-0.365	0.251	-0.662
O	4.032	-0.316	-3.553	-0.248	-0.381	-0.164
O	5.214	-2.094	-5.124	0.255	-0.102	-0.237
O	4.628	1.981	-2.444	0.538	0.215	-0.201
O	4.349	4.351	-3.657	0.125	-0.262	-0.396
O	2.019	-3.741	-3.908	-0.025	0.157	-0.107
O	4.582	-4.192	-3.626	0.232	-0.244	0.121
O	1.316	-5.152	-5.985	-0.477	-0.26	0.21
O	8.181	1.194	-2.912	-0.233	0.057	-0.112
O	8.292	-1.483	-2.78	0.554	-0.013	-0.102
O	8.035	1.943	-5.401	0.473	0.569	-0.142
O	8.117	-6.905	-6.323	-0.237	-0.138	0.708
O	4.623	-4.47	-8.361	0.039	-0.155	-0.244
O	7.056	-3.524	-3.919	0.149	-0.441	-0.368
O	-1.742	0.31	19.876	-0.127	0.029	0.264
O	-4.807	5.474	20.534	-0.193	-0.238	0.616
O	1.66	-3.218	22.065	0.172	-0.256	-0.129
O	-0.425	-6.816	20.806	-0.151	-0.222	0.38
O	-0.022	-1.36	21.062	-0.014	0.028	0.378
O	5.106	-4.392	24.886	-0.049	-0.051	-0.117
O	0.165	1.211	22.732	0.274	-0.396	0.17
O	2.118	5.414	20.624	-0.109	0.113	0.443
O	8.9	-2.175	-8.214	-0.53	0.087	-0.284
O	6.375	-3.562	22.746	0.024	0.08	0.195
O	4.606	-2.281	21.34	-0.386	-0.131	-0.118
O	6.782	-0.193	19.62	0.165	0.191	-0.055
O	5.804	5.489	20.421	0.06	-0.32	0.445
O	6.956	1.49	21.593	-0.249	0.175	0.448
O	5.534	-7.308	19.909	0.13	-0.229	-0.092
O	5.381	-4.721	20.549	-0.706	0.132	0.499
O	3.451	-0.404	-6.094	-0.411	0.517	-0.231
O	7.045	-2.689	20.389	0.475	-0.311	0.139
O	9.368	1.388	20.384	0.458	-0.71	0.084
O	2.5	-0.804	21.825	-0.167	0.118	0.414
O	-4.464	-3.849	20.238	-0.307	-0.057	0.197
O	-4.993	-6.327	20.868	-0.589	-0.171	-0.13
O	0.033	-3.262	24.045	-0.038	0.634	-0.177
O	-5.043	-1.43	21.116	-0.482	0.38	-0.076
O	9.811	0.252	-8.227	-0.03	0.645	0.189
O	2.481	5.31	23.238	-0.145	0.39	0.133
O	-1.866	0.355	24.407	-0.015	-0.114	-0.116
O	-0.288	2.365	25.045	0.059	0.198	0.041
O	1.991	-5.823	20.487	0.204	-0.267	0.2
O	2.499	-4.261	24.37	-0.005	-0.359	0.329
O	0.128	5.596	-6.681	0.204	-0.04	0.039
O	4.018	-8.503	21.7	0.026	0.225	0.257
O	4.639	0.382	21.042	-0.565	0.363	-0.293
O	8.91	2.756	22.608	0.358	0.263	-0.158
O	-8.443	3.78	24.227	0.047	0.431	-0.137
O	6.786	-5.964	23.6	0.327	-0.1	-0.54
O	-5.98	3.352	25.098	0.17	0.311	0.402
O	10.485	-1.365	-6.231	-0.303	-0.29	0.487
O	6.774	-8.96	-7.456	-0.35	-0.005	-0.571
O	6.789	1.556	-7.679	0.12	-0.532	-0.263
O	-4.128	-0.633	23.562	0.252	-0.472	0.14
O	0.755	-5.518	22.824	-0.505	-0.031	0.583
O	12.855	-2.119	-5.289	0.098	-0.431	-0.358
O	1.466	1.779	20.383	0.237	-0.638	0.151
O	-1.288	1.27	-8.568	-0.311	0.029	-0.346
O	-7.705	-3.798	24.88	-0.138	-0.169	0.23
O	5.921	-6.529	-7.73	-0.115	-0.173	-0.496
O	1.838	-5.526	-8.518	0.071	-0.112	-0.033
O	-7.824	-8.135	24.632	-0.123	-0.179	0.653
O	5.168	-7.96	24.183	-0.282	-0.322	-0.085
O	5.826	0.477	-5.388	0.026	0.179	0.16
O	-6.332	0.29	22.538	-0.428	0.004	0.657
O	6.327	5.718	-2.516	-0.179	0.297	0.448
O	6.187	5.646	-5.085	0.279	0.332	-0.209
O	-0.219	-3.277	-5.337	-0.148	-0.03	-0.186
O	-6.187	-2.253	23.318	-0.063	-0.441	-0.523
O	-0.077	3.567	21.644	0.296	0.397	0.054
O	-2.18	2.84	20.285	-0.475	0.221	-0.064
O	6.032	3.952	-7.045	-0.525	0.268	0.427
O	1.536	-7.89	22.135	-0.346	0.035	0.235
O	6.646	-8.119	22.119	0.469	-0.461	-0.136
O	-5.824	-7.563	23.051	-0.575	0.019	-0.326
O	-0.106	2.93	-6.851	0.557	-0.292	0.258
O	7.631	3.765	-3.58	-0.379	0.007	-0.17
O	3.631	-6.105	-6.599	0.081	-0.312	0.555
O	1.837	-0.57	-8.164	-0.525	-0.028	0.426
O	-2.001	-3.518	-3.42	-0.102	0.22	0.394
O	5.711	-4.553	-5.952	0.288	-0.198	-0.04
O	2.316	2.781	22.568	0.134	-0.351	-0.098
O	-2.547	-3.874	24.361	-0.093	0.114	-0.211
O	-4.112	1.435	25.305	0.202	0.06	0.078
O	-5.092	-3.994	24.961	-0.171	-0.203	-0.034
O	-2.806	-8.457	-4.907	-0.468	0.17	0.084
O	-6.965	4.756	-6.516	0.056	-0.526	0.584
O	4.009	-1.961	-8.12	0.538	-0.053	-0.169
O	13.545	4.53	-5.681	-0.331	-0.252	0.044
O	12.68	0.038	-6.707	0.12	0.54	0.141
O	-3.962	-5.742	23.204	0.122	0.108	-0.069
O	6.827	-0.817	25.006	0.175	-0.354	-0.261
O	8.487	4.774	-6.367	0.108	-0.295	0.116
O	-1.19	-7.402	-6.712	-0.287	0.279	-0.382
O	-0.056	-8.31	-8.867	0.437	-0.323	-0.072
O	4.45	3.693	23.789	0.325	0.326	-0.479
O	-2.504	4.848	21.898	-0.184	0.144	0.613
O	8.709	-4.651	-7.51	-0.473	0.105	0.323
O	-2.047	2.545	23.001	-0.59	0.289	0.448
O	5.726	1.496	24.451	0.047	0.059	-0.109
O	-1.105	-1.381	-8.373	0.434	-0.108	0.352
O	9.799	-9.222	-8.182	0.123	-0.14	-0.292
O	13.589	0.147	-2.473	-0.08	-0.622	0.538
O	26.438	0.384	-1.761	-0.229	0.08	-0.289
O	10.919	3.719	-1.456	-0.413	0.043	-0.164
O	17.496	-8.724	-2.988	-0.029	-0.372	-0.316
O	11.042	5.353	-6.019	-0.149	0.299	-0.028
O	17.082	-7.7	-6.96	0.495	-0.341	0.375
O	27.081	-5.256	-3.164	-0.067	-0.222	0.066
O	24.823	-6.655	-3.168	-0.357	0.082	-0.422
O	17.362	0.072	0.372	-0.183	0.267	0.272
O	16.068	-0.067	-1.837	0.13	-0.255	-0.045
O	15.598	3.228	-2.032	0.163	-0.127	0.501
O	17.837	2.709	-3.272	-0.113	-0.356	-0.305
O	15.398	-8.123	-4.441	0.468	-0.014	-0.502
O	13.779	-5.542	-1.822	-0.23	0.279	0.125
O	19.414	0.092	-1.257	-0.294	-0.007	-0.413
O	21.685	-0.251	-2.486	-0.288	-0.41	0.264
O	19.273	3.923	-1.366	-0.102	0.156	-0.199
O	19.393	-7.769	-1.4	-0.006	-0.095	0.104
O	18.592	-4.077	-1.529	-0.645	0.225	-0.39
O	21.065	-3.815	-0.526	0.142	0.289	-0.625
O	23.322	4.226	-1.17	0.535	-0.24	-0.186
O	25.487	2.917	-4.009	0.349	-0.275	-0.624
O	23.498	-7.646	-1.146	-0.063	0.084	-0.272
O	27.496	-8.182	21.901	0.334	0.196	0.468
O	23.469	-3.736	-1.422	0.392	-0.247	-0.152
O	24.922	-3.943	-3.515	0.437	0.279	-0.066
O	15.246	1.518	0.207	-0.053	0.17	-0.657
O	15.095	-1.173	0.327	-0.413	-0.102	-0.26
O	15.665	5.163	-0.123	0.533	0.138	-0.134
O	15.656	-7.319	-1.951	0.531	0.337	0.222
O	15.345	-3.767	0.985	-0.114	-0.028	-0.262
O	15.194	-6.305	0.3	0.209	-0.329	-0.163
O	26.83	-1.311	0.164	0.479	-0.3	-0.171
O	26.163	-8.18	-1.519	0.202	-0.073	-0.491
O	26.874	-3.838	0.918	-0.18	-0.034	-0.484
O	26.588	-6.358	0.238	-0.537	0.194	-0.352
O	14.391	-2.006	18.818	-0.615	-0.536	0.011
O	20.817	-1.994	18.451	-0.071	-0.448	0.107
O	22.656	-5.573	18.849	0.203	0.267	0.173
O	12.956	-5.697	19.966	0.09	0.402	0.279
O	11.384	-1.656	18.932	0.522	0.452	-0.031
O	12.959	-2.015	20.98	0.092	-0.269	0.699
O	27.226	-0.117	-4.251	-0.071	-0.096	-0.051
O	12.366	2.269	-3.135	0.496	0.164	0.009
O	11.886	4.789	-3.643	-0.31	0.39	0.073
O	13.349	-7.896	-0.738	0.074	-0.29	0.016
O	25.903	-6.707	-7.768	0.61	-0.113	0.058
O	25.683	-5.58	-5.389	0.524	0.175	-0.181
O	18.326	-7.664	25.261	-0.272	0.157	-0.698
O	15.064	-1.222	-4.041	0.318	0.1	-0.034
O	15.577	1.388	-3.903	0.198	-0.032	-0.726
O	15.909	3.925	-4.587	0.131	0.62	0.265
O	23.493	-0.522	-6.597	-0.178	-0.327	0.317
O	9.044	5.167	23.442	0.065	0.028	-0.442
O	13.822	-6.029	-4.501	-0.217	0.169	-0.071
O	19.491	-0.249	-3.828	-0.466	0.063	-0.236
O	20.66	-2.109	-5.31	0.328	-0.192	-0.098
O	20.34	2.035	-2.803	0.533	0.145	-0.335
O	19.766	4.4	-3.912	0.09	0.031	-0.638
O	19.872	-8.309	-3.915	0.433	0.282	-0.707
O	19.978	-4.145	-3.728	0.028	0.032	-0.102
O	16.761	-5.238	-6.052	-0.234	-0.293	0.373
O	23.812	1.167	-3.008	0.606	0.164	-0.042
O	23.941	-1.526	-2.805	0.281	-0.026	-0.347
O	23.528	1.887	-5.505	0.432	0.067	-0.004
O	-6.048	-7.044	-3.259	-0.028	-0.201	-0.646
O	20.127	-4.5	-8.388	-0.1	-0.102	-0.316
O	22.44	-3.412	-3.897	0	0.076	-0.316
O	13.748	0.29	19.94	-0.223	0.044	0.105
O	10.682	-9.517	20.519	-0.231	-0.044	0.503
O	17.258	-3.164	22.109	0.54	-0.259	-0.028
O	15.157	-6.871	20.753	-0.285	-0.397	0.231
O	15.511	-1.337	21.133	-0.027	0.343	0.303
O	20.566	-4.594	24.747	0.05	0.149	0.32
O	13.377	2.55	22.999	-0.562	0.154	0.335
O	17.366	5.398	20.587	-0.307	-0.187	0.274
O	24.577	-2.228	-8.294	-0.232	0.158	-0.33
O	21.779	-3.623	22.637	0.042	0.458	0.291
O	20.133	-0.702	23.485	-0.282	-0.141	0.23
O	22.26	-0.1	19.616	0.186	0.183	-0.068
O	22.585	1.557	21.596	-0.114	0.194	0.185
O	20.878	-7.223	19.928	-0.35	-0.163	-0.14
O	20.75	-4.612	20.41	-0.184	0.055	0.113
O	18.901	-0.407	-6.299	0.029	0.59	-0.128
O	22.5	-2.63	20.336	0.504	-0.019	0.352
O	24.955	1.962	20.39	0.306	-0.512	0.047
O	20.092	-2.178	21.296	-0.566	0.044	-0.25
O	9.701	3.774	19.405	0.151	-0.072	0.13
O	11.133	-3.875	20.3	-0.446	0.149	0.109
O	10.538	-6.364	20.843	-0.496	0.013	-0.122
O	15.482	-3.335	23.946	-0.256	0.718	-0.294
O	10.388	-1.584	21.317	-0.501	0.128	-0.481
O	25.394	0.23	-8.195	-0.111	0.329	0.036
O	17.928	5.307	23.179	-0.059	0.308	0.528
O	17.255	-0.727	-8.275	-0.518	-0.271	-0.051
O	15.162	2.359	25.026	-0.241	0.27	0.314
O	17.516	-5.757	20.402	0.606	-0.05	0.164
O	17.949	-4.285	24.427	0.13	-0.127	-0.226
O	15.733	5.445	-6.767	0.453	-0.09	-0.094
O	19.571	-8.921	21.455	-0.105	0.196	0.534
O	20.203	0.497	21.148	-0.611	0.308	-0.208
O	24.537	2.566	22.895	0.582	0.08	0.277
O	7.016	3.733	24.329	-0.052	0.213	-0.091
O	22.258	-6.08	23.336	0.118	0.037	-0.4
O	9.467	3.181	25.096	0.303	0.382	0.305
O	25.958	-1.403	-6.178	-0.149	-0.459	0.097
O	22.278	-8.993	-7.609	-0.38	-0.206	-0.286
O	17.64	3.348	25.035	0.309	-0.034	0.237
O	12.205	-8.023	22.007	0.36	-0.011	0.461
O	11.246	-0.527	23.568	0.347	-0.245	-0.088
O	16.315	-5.516	22.745	-0.177	0.117	0.483
O	28.359	-2.234	-5.391	0.113	-0.199	-0.313
O	16.882	1.8	20.35	0.034	-0.467	0.29
O	14.196	1.091	-8.527	-0.067	0.025	-0.129
O	7.737	-3.957	24.948	-0.089	-0.25	0.409
O	21.413	-6.559	-7.735	-0.035	-0.065	-0.572
O	17.373	-5.641	-8.557	0.123	-0.25	-0.275
O	7.758	-8.214	24.533	-0.134	0.028	0.592
O	20.549	-7.961	23.961	-0.565	-0.163	-0.43
O	21.302	0.459	-5.614	-0.175	0.206	0.272
O	8.894	0.1	22.624	-0.198	-0.142	0.504
O	21.687	5.661	-2.631	-0.155	-0.015	0.223
O	21.239	-4.58	-5.97	0.528	-0.157	0.267
O	21.722	5.692	-5.204	-0.137	-0.046	-0.089
O	15.287	-3.217	-5.576	-0.065	-0.363	-0.454
O	9.287	-2.344	23.523	-0.371	-0.312	-0.426
O	15.329	3.563	21.621	0.348	0.448	0.156
O	13.212	2.809	20.28	-0.706	0.099	0.033
O	21.545	3.916	-7.086	-0.511	-0.128	0.249
O	17.247	-7.818	22.053	-0.026	0.017	0.378
O	22.102	-8.362	21.915	0.519	-0.031	0.141
O	9.763	-7.749	22.961	-0.509	-0.126	-0.371
O	15.264	2.816	-6.798	0.196	-0.358	0.467
O	13.573	0.348	24.397	0.462	-0.142	0.089
O	23.086	3.706	-3.669	-0.438	0.161	-0.162
O	19.136	-6.098	-6.585	0.353	-0.281	0.526
O	17.679	-2.759	-6.487	0.25	-0.196	-0.091
O	13.85	-3.581	-3.436	-0.079	0.223	0.204
O	17.761	2.789	22.518	0.507	-0.245	-0.201
O	12.899	-3.939	24.357	-0.094	0.386	-0.325
O	16.688	1.781	-8.818	0.231	0.392	0.041
O	10.371	-4.101	25.13	-0.297	-0.018	0.279
O	12.78	-8.441	-4.838	-0.256	0.288	0.194
O	10.476	3.709	-7.972	-0.243	-0.429	0.474
O	19.517	-1.986	-8.238	0.375	0.205	0.368
O	28.91	4.662	-5.859	-0.077	-0.453	-0.234
O	28.153	-0.055	-6.747	-0.06	0.554	0.071
O	11.4	-5.727	23.219	0.154	0.512	-0.238
O	22.383	-0.718	24.915	0.123	-0.247	-0.345
O	22.505	3.742	24.276	-0.142	0.286	0.066
O	-18.6	-0.325	-8.855	0.295	-0.518	-0.3
O	14.437	-7.56	-6.695	-0.37	0.401	-0.24
O	14.942	5.635	-2.529	-0.571	-0.007	-0.743
O	15.505	-8.418	-8.916	0.433	-0.105	-0.094
O	19.919	3.713	23.758	0.158	0.177	-0.355
O	-22.363	4.656	-6.361	0.078	-0.4	0.019
O	24.285	-4.658	-7.483	-0.527	0.171	0.153
O	30.935	1.145	22.742	0.499	-0.471	0.23
O	21.159	1.537	24.446	0.37	0.016	-0.14
O	14.26	-1.547	-8.188	0.391	-0.008	0.407
O	25.268	-9.191	-8.311	-0.155	-0.224	-0.335
O	18.013	-0.721	21.791	-0.305	0.395	0.025
O	29.009	0.112	-2.281	0.197	-0.039	0.431
O	-19.507	-0.376	-1.365	-0.318	-0.206	-0.32
O	26.26	3.723	-1.546	-0.334	0.024	-0.269
O	-26.257	-8.362	-3.482	0.248	0.283	-0.36
O	-28.136	-0.832	21.954	-0.178	0.422	0.055
O	32.586	-7.679	-7.012	0.525	-0.404	-0.032
O	-19.118	-5.12	-3.218	0.042	0.605	0.163
O	-21.372	-6.592	-3.274	0.007	-0.071	-0.486
O	30.725	1.494	-3.8	-0.381	0.011	-0.757
O	30.96	3.298	-1.837	0.143	-0.41	0.241
O	-28.529	2.718	-3.36	-0.027	-0.514	-0.633
O	30.851	-8.052	-3.942	0.155	0.033	-0.251
O	-11.526	-4.219	-1.33	-0.05	-0.084	-0.241
O	29.153	-5.374	-1.62	-0.468	0.36	-0.11
O	-28.586	-8.572	-2.409	0.028	-0.581	0.108
O	-24.671	-0.153	-1.912	-0.226	-0.546	0.045
O	-24.962	3.709	-0.287	0.265	-0.187	0
O	-27.416	3.905	-1.274	-0.783	0.371	-0.12
O	-27.083	-3.845	-1.558	-0.449	0.041	-0.176
O	-22.535	4.228	-1.179	0.687	-0.303	-0.205
O	-20.668	2.749	-3.701	0.151	-0.042	-0.411
O	-23.042	-7.488	-1.44	-0.202	0.228	-0.697
O	-23.456	-3.707	-1.562	-0.004	-0.094	-0.276
O	-21.299	-3.889	-3.022	0.615	0.442	0.269
O	31.081	1.393	0.194	-0.081	0.211	-0.359
O	30.979	-1.235	0.215	-0.258	-0.064	-0.467
O	31.114	-7.089	-1.459	0.148	-0.011	0.035
O	30.722	-3.802	0.851	0.221	-0.025	-0.716
O	-20.453	-8.06	-1.316	0.04	-0.408	0.253
O	-18.577	-8.318	0.414	0.339	0.145	0.105
O	-19.27	-3.567	0.857	-0.044	-0.027	-0.462
O	-19.447	-5.916	-0.146	-0.219	0.315	-0.585
O	-23.546	-5.672	18.854	0.266	0.316	0.186
O	28.259	-5.773	19.949	0.154	0.51	-0.08
O	26.545	-1.609	19.019	-0.064	0.414	0.193
O	28.701	-2.43	20.256	0.024	-0.445	0.539
O	-19.557	0.028	-3.934	-0.176	0.287	0.003
O	27.78	2.214	-3.112	0.362	0.181	-0.075
O	27.369	4.743	-3.71	0.085	0.281	0.25
O	28.706	-7.677	-0.508	0.179	-0.438	-0.125
O	-20.169	-6.656	-7.47	0.563	0.083	-0.128
O	-20.702	-5.12	-5.317	0.094	0.243	-0.179
O	-22.288	-7.483	-8.809	-0.181	-0.05	-0.47
O	30.384	-1.164	-4.039	0.077	-0.032	-0.131
O	-28.617	3.341	25.106	0.359	-0.053	0.352
O	31	4.075	-4.357	-0.103	0.333	0.01
O	-22.979	-0.478	-6.552	-0.44	-0.488	-0.16
O	24.629	5.097	23.533	0.31	-0.053	-0.357
O	29.303	-5.988	-4.259	0.215	0.206	-0.369
O	-26.711	-0.388	-3.488	-0.56	-0.355	-0.049
O	-25.477	-2.072	-5.107	-0.055	0	-0.25
O	-26.165	1.965	-2.496	0.404	0.182	-0.012
O	-26.48	4.343	-3.704	-0.262	-0.15	-0.601
O	28.246	4.704	21.792	0.008	-0.053	0.488
O	-28.512	-3.847	-3.848	-0.181	0.282	0.275
O	32.385	-5.273	-5.934	-0.614	-0.098	0.159
O	-22.56	1.15	-2.829	0.353	0.379	-0.02
O	-22.545	-1.517	-2.729	0.048	0.103	-0.523
O	-22.58	1.808	-5.358	0.298	0.099	-0.366
O	-22.526	-6.771	-6.324	-0.116	-0.078	0.755
O	-26.066	-4.52	-8.592	0.129	-0.419	-0.23
O	-23.518	-3.506	-4.205	0.346	0.002	-0.395
O	29.088	0.087	19.599	-0.254	-0.073	0.069
O	32.517	-3.241	21.981	0.127	-0.263	-0.155
O	30.434	-6.866	20.797	-0.202	-0.328	0.309
O	-25.566	-3.984	24.715	0.036	0.107	0.024
O	-15.118	1.567	0.085	-0.138	0.283	-0.267
O	-28.621	5.452	20.605	-0.259	-0.02	0.223
O	-21.931	-2.149	-8.184	-0.25	0.105	-0.143
O	-24.167	-3.687	22.485	-0.015	0.201	-0.027
O	-25.903	-0.893	23.571	0.208	-0.217	0.187
O	-24.21	-0.279	19.457	0.39	0.192	-0.032
O	-24.931	5.436	20.437	0.227	-0.148	0.762
O	-23.586	1.345	21.463	0.129	0.33	0.58
O	-25.25	-7.403	19.908	0.066	-0.24	-0.098
O	-25.501	-4.84	20.506	-0.403	0.029	0.251
O	-27.213	-0.423	-6.077	-0.243	0.511	-0.021
O	-23.971	-2.822	20.011	0.236	0.001	0.139
O	-21.193	1.863	20.421	0.165	-0.288	0.211
O	-26.126	-2.345	21.394	-0.03	-0.083	-0.412
O	26.479	-3.914	20.266	-0.248	-0.055	0.446
O	25.868	-6.393	20.895	-0.584	-0.213	0.008
O	30.876	-3.191	23.947	-0.14	0.337	-0.197
O	26.582	-1.681	21.624	-0.029	0.085	0.419
O	-21.071	0.289	-8.211	0.184	0.442	-0.082
O	-28.341	5.268	23.226	-0.276	0.177	0.379
O	-28.847	-0.67	-8.058	-0.747	0.007	0.369
O	30.478	2.369	25.032	0.075	0.164	0.229
O	-28.715	-5.826	20.473	0.22	-0.45	0.143
O	-28.202	-4.22	24.304	0.164	-0.001	-0.007
O	31.266	5.487	-6.598	0.3	-0.078	0.097
O	-26.691	-8.577	21.8	0.029	0.144	0.397
O	-25.986	0.363	21.245	-0.432	0.276	0.075
O	-21.847	2.597	22.876	0.029	0.094	-0.084
O	-24.896	-4.41	-6.24	0.61	0.211	0.055
O	-24.414	-6.02	23.632	-0.226	-0.055	-0.059
O	24.871	3.224	25.341	-0.018	0.266	-0.026
O	-20.503	-1.227	-6.098	-0.14	-0.629	-0.057
O	-23.935	-8.849	-7.317	-0.473	0.117	-0.138
O	-17.358	4.216	-0.719	0.034	-0.513	-0.394
O	26.985	-5.833	23.195	0.224	0.211	0.01
O	26.493	-0.421	23.872	0.1	0.28	-0.167
O	31.577	-5.498	22.798	-0.191	-0.188	0.479
O	-18.043	-1.663	-5.121	0.16	-0.415	0.372
O	32.267	1.725	20.372	0.071	-0.054	0.265
O	29.744	1.082	-8.396	-0.209	-0.068	-0.265
O	23.172	-4.03	24.756	-0.08	0.093	0.466
O	-24.553	-6.417	-7.963	-0.082	-0.081	-0.457
O	23.663	-6.987	-6.427	-0.055	-0.076	0.731
O	23.084	-8.347	24.393	0.021	-0.412	0.554
O	-25.266	-8.369	24.445	-0.101	-0.395	-0.115
O	-24.053	1.682	-7.551	-0.054	-0.251	-0.405
O	24.626	0.014	22.113	-0.601	-0.155	-0.062
O	-24.465	5.495	-2.438	-0.174	0.297	0.413
O	25.762	-4.132	24.932	-0.026	0.224	0.409
O	-24.57	5.631	-5.015	-0.013	0.469	-0.184
O	30.816	-3.338	-5.309	0.118	-0.467	-0.228
O	24.703	-2.314	23.349	-0.424	-0.111	-0.371
O	30.673	3.472	21.605	0.155	0.42	-0.245
O	28.597	2.573	20.31	-0.496	0.35	-0.122
O	-24.851	4.102	-7.102	-0.428	-0.095	0.035
O	32.395	-7.868	22.161	-0.298	-0.039	0.413
O	-24.1	-8.146	22.145	0.423	-0.073	-0.258
O	25.216	-7.755	23.095	-0.503	-0.091	0.168
O	30.742	2.85	-6.601	0.243	-0.518	0.634
O	28.953	0.301	24.487	0.472	-0.671	0.051
O	-23.048	3.683	-3.642	-0.474	-0.018	-0.435
O	-26.858	-6.154	-6.739	0.048	-0.552	0.222
O	24.29	-9.351	-2.921	0.364	-0.419	-0.507
O	29.142	-3.499	-3.321	-0.078	0.254	0.509
O	-28.492	2.728	22.578	0.495	-0.145	-0.224
O	28.278	-3.833	24.307	-0.185	0.514	-0.371
O	32.2	1.872	-8.599	0.361	0.589	0.207
O	30.505	-9.577	-1.899	-0.405	0.098	-0.59
O	28.285	-8.418	-4.66	-0.649	0.45	0.226
O	13.403	4.086	-0.826	0.466	0.031	-0.025
O	-26.638	-2.007	-8.134	0.109	0.388	0.015
O	-17.103	4.359	-5.845	-0.257	-0.339	-0.362
O	-18.597	0.583	-6.379	0.101	0.404	0.004
O	-28.764	-5.53	-8.517	-0.186	0.051	0.029
O	2.179	3.33	25.096	0.275	-0.076	0.482
O	4.658	-0.708	23.457	-0.095	-0.277	0.247
O	30.048	-7.521	-6.349	-0.28	0.329	-0.305
O	28.703	4.112	-0.802	0.255	-0.289	-0.488
O	30.729	-8.384	-8.723	0.141	0.079	-0.077
O	-26.359	3.649	23.749	0.111	0.029	-0.304
O	-20.085	5.298	20.414	-0.159	-0.165	0.295
O	-21.814	-4.651	-7.686	0.054	-0.038	0.304
O	28.713	2.456	23.011	-0.408	0.361	0.446
O	-25.055	1.438	24.415	0.144	-0.186	-0.647
O	29.702	-1.605	-8.333	0.029	-0.169	0.729
O	-20.672	-9.221	-7.668	0.494	0.07	-0.166
O	-7.214	-1.899	-2.53	0.478	0.096	-0.408
O	-17.197	-0.233	-2.579	0.135	-0.663	0.481
O	-4.38	0.388	-1.75	-0.293	0.257	-0.112
O	-19.844	3.889	-1.399	-0.405	0.438	0.155
O	-13.335	-8.688	-2.902	0.196	-0.688	-0.423
O	-19.787	4.615	-5.767	-0.406	-0.061	0.398
O	-13.883	-7.541	-6.936	0.478	-0.162	0.213
O	-4.126	-5.151	-3.017	0.037	-0.057	0.303
O	-14.646	-0.137	-1.96	0.347	-0.318	-0.351
O	-15.018	3.783	-1.789	0.285	-0.13	0.03
O	-13.088	2.63	-3.043	-0.045	-0.575	-0.011
O	-15.695	-8.645	-4.207	0.223	-0.51	-0.224
O	26.029	3.796	-7.984	0.039	-0.351	0.573
O	-16.628	-4.879	-2.334	-0.191	0.496	-0.139
O	-12.151	-6.223	-3.066	-0.02	-0.036	-0.587
O	-11.422	-0.157	-1.261	0.322	-0.427	-0.333
O	-9.198	-0.227	-2.552	-0.048	-0.6	-0.275
O	-11.651	4.004	-1.247	-0.583	0.319	-0.326
O	-11.423	-7.915	-1.268	0.026	-0.077	-0.175
O	-7.566	-6.691	-6.149	-0.338	0.013	0.737
O	-5.488	2.885	-3.882	0.152	0.138	-0.351
O	-7.544	-7.6	-1.212	-0.028	0.409	-0.163
O	-13.407	-2.672	-6.757	0.666	-0.229	0.185
O	-6.659	-4.493	-2.769	0.136	-0.108	0.218
O	-23.818	3.716	24.357	-0.12	0.172	0.186
O	-15.355	-1.031	0.369	-0.261	-0.298	-0.329
O	-14.974	-6.796	-2.592	-0.111	0.011	-0.104
O	-15.384	-3.6	0.971	0.201	0.031	-0.171
O	-15.165	-5.779	-0.268	0.388	-0.627	-0.324
O	-3.965	-1.314	0.178	0.397	-0.248	-0.344
O	-4.912	-8.261	-1.295	-0.081	-0.071	0.168
O	-3.868	-3.846	0.941	0.149	-0.031	-0.626
O	-4.006	-6.379	0.273	-0.529	0.307	-0.365
O	-9.987	-2.074	18.446	0.007	-0.223	0.111
O	-8.217	-5.587	18.869	0.254	0.156	0.297
O	-19.707	-1.896	19.004	0.026	0.28	0.166
O	-17.594	-2.386	20.462	0.133	-0.495	0.474
O	-3.605	-0.013	-4.26	-0.293	-0.254	-0.209
O	-18.579	1.894	-2.38	0.449	0.193	0.247
O	-18.456	4.208	-3.608	0.511	0.223	0.355
O	-18.019	-7.131	-1.947	0.198	-0.19	0.022
O	-5.233	-6.637	-7.319	0.666	-0.355	0.295
O	-5.661	-5.2	-5.103	0.212	0.636	-0.309
O	-13.123	5.232	22.902	-0.487	0.099	0.451
O	-15.593	-0.603	-4.528	0.329	-0.028	-0.341
O	-15.59	1.765	-3.425	-0.463	0.148	-0.36
O	-14.854	4.034	-4.424	0.068	0.413	0.023
O	-7.387	-0.304	-6.501	0.061	-0.363	0.455
O	-21.844	5.191	23.429	-0.051	0.002	-0.607
O	-17.235	-6.484	-4.397	-0.241	0.28	-0.305
O	-11.439	-0.08	-3.844	-0.809	0.183	-0.03
O	-10.221	-2.022	-5.153	0.264	-0.06	-0.046
O	-10.584	2.026	-2.527	0.31	0.153	-0.201
O	-11.175	4.281	-3.823	-0.363	0.018	-0.675
O	-10.908	-8.457	-3.807	0.139	0.333	-0.585
O	-11.725	-3.768	-3.839	-0.704	0.438	-0.271
O	-14.589	-5.026	-6.528	-0.302	-0.232	0.547
O	-6.889	0.761	-3.144	0.264	-0.124	-0.167
O	30.97	-1.279	20.943	-0.275	0.053	0.214
O	-7.586	2.052	-5.316	-0.039	0.398	-0.056
O	-20.434	3.605	-8.031	0.355	-0.315	0.084
O	-10.684	-4.212	-8.178	0.119	0.022	-0.126
O	-9.099	-3.605	-3.333	-0.215	-0.056	0.02
O	-17.188	0.008	19.537	-0.14	-0.048	0.299
O	-13.935	-4.437	-2.31	-0.122	0.485	0.159
O	-13.621	-3.168	22.079	0.466	-0.267	-0.012
O	-16.03	-6.675	20.853	-0.268	-0.279	0.205
O	-15.305	-1.336	20.948	-0.068	0.432	0.302
O	-10.289	-4.375	25.016	0.125	-0.2	0.399
O	-13.46	3.723	19.35	0.187	0.141	0.547
O	-15.134	0.993	22.81	0.277	-0.777	0.251
O	-13.503	-9.31	20.357	-0.3	0.306	0.214
O	-6.501	-2.076	-8.222	-0.48	-0.037	-0.207
O	-9.213	-3.503	22.773	-0.156	0.35	-0.141
O	-10.764	-0.748	23.455	-0.042	-0.425	0.539
O	-8.582	-0.198	19.692	0.503	0.133	-0.043
O	-9.723	5.531	20.461	0.045	0.014	0.565
O	-8.334	1.606	21.547	-0.201	0.406	0.567
O	-9.91	-7.285	19.975	-0.229	-0.239	-0.13
O	-10.084	-4.694	20.538	-0.614	0.003	0.475
O	-12.074	-0.451	-6.261	-0.319	0.388	0.05
O	-8.364	-2.715	20.411	0.393	-0.152	-0.023
O	-5.9	1.757	20.369	0.016	-0.409	0.344
O	-10.8	-2.201	21.241	-0.315	-0.117	-0.281
O	-19.352	-4.245	20.211	-0.479	0.18	-0.002
O	-19.998	-6.711	20.7	-0.747	-0.131	-0.002
O	-15.268	-3.159	24.067	-0.046	0.592	-0.15
O	-20.048	-2.111	21.553	-0.325	-0.207	0.213
O	-5.586	0.359	-8.266	-0.004	0.491	0.25
O	-7.414	-7.177	-8.695	-0.049	-0.119	-0.484
O	-13.763	-0.477	-8.232	-0.218	0.05	0.252
O	-15.647	2.441	24.924	-0.229	0.534	0.452
O	-13.552	-5.831	20.483	0.599	-0.261	0.11
O	-12.862	-4.251	24.384	0.032	-0.389	0.078
O	-14.821	5.427	-6.658	0.396	-0.256	-0.29
O	-11.509	-8.403	21.762	-0.12	0.075	0.14
O	-10.684	0.476	21.121	-0.345	0.482	-0.166
O	-6.438	2.934	22.605	0.309	0.393	-0.307
O	23.994	4.8	-6.452	0.085	-0.062	0.111
O	-8.626	-5.868	23.59	0.559	-0.042	-0.397
O	-21.369	3.429	25.29	0.054	0.302	0.42
O	-4.946	-1.208	-6.226	-0.043	-0.346	0.351
O	-8.775	-8.834	-7.243	-0.109	-0.091	0.028
O	-8.481	1.722	-7.79	0.116	-0.453	0.025
O	-18.41	-8.486	21.763	0.605	0.025	0.361
O	-19.292	-0.516	23.446	0.354	0.107	-0.212
O	-14.74	-5.379	22.819	-0.421	-0.347	0.597
O	-2.616	-2.14	-5.473	-0.177	-0.356	-0.408
O	-13.914	1.37	20.351	0.322	-0.478	0.469
O	-16.826	1.475	-8.261	-0.316	0.051	-0.215
O	-22.884	-4.133	24.665	-0.066	0.119	0.456
O	-9.762	-6.47	-7.539	-0.194	-0.13	-0.343
O	-13.533	-5.69	-8.812	-0.203	-0.274	-0.095
O	-22.732	-7.884	24.406	0.017	0.2	0.381
O	-10.409	-7.605	24.36	-0.522	0.075	-0.189
O	-9.706	0.532	-5.73	-0.27	0.248	-0.18
O	-21.536	-0.009	22.265	-0.09	-0.149	0.234
O	-9.281	5.426	-2.403	-0.436	0.351	0.493
O	-8.948	-8.116	22.266	0.437	-0.327	0.157
O	-9.053	5.38	-4.965	0.487	0.023	0.217
O	-15.803	-2.933	-5.62	-0.167	-0.448	0.405
O	-21.351	-2.15	23.832	-0.525	-0.015	0.337
O	-15.441	3.215	21.5	0.189	0.522	-0.22
O	-17.599	2.474	20.193	-0.181	0.31	0.014
O	-9.428	4.052	-7.189	-0.508	0.148	-0.047
O	-14.028	-7.752	22.284	0.068	-0.175	0.735
O	-5.013	3.79	-8.155	0.144	-0.248	0.63
O	-20.616	-7.88	22.995	-0.29	0.131	0.134
O	-15.147	2.835	-6.742	0.236	-0.333	0.125
O	-17.197	0.389	24.636	0.096	-0.494	0.486
O	-7.843	3.288	-3.001	-0.328	-0.193	-0.141
O	-12.074	-5.751	-6.569	-0.138	0.113	0.383
O	26.468	5.573	-6.039	0.102	0.39	0.255
O	-21.979	-9.271	-3.03	0.641	-0.103	-0.265
O	-9.941	-4.574	-5.64	0.238	-0.325	-0.323
O	-13.043	2.627	22.465	0.347	-0.251	-0.042
O	-17.788	-4.036	24.213	-0.171	0.403	-0.286
O	-19.616	1.481	25.178	0.211	0.329	-0.118
O	-20.366	-4.607	23.798	-0.183	-0.182	-0.472
O	-18.236	-8.862	-4.87	-0.592	0.179	0.483
O	-11.537	-1.789	-8.41	0.748	0.184	0.025
O	-1.994	4.476	-5.699	-0.14	-0.351	-0.031
O	-2.708	0.095	-6.767	-0.018	0.388	0.137
O	-18.563	-6.167	22.854	0.812	0.179	-0.314
O	-8.584	-0.668	24.93	-0.099	-0.456	-0.183
O	-3.471	-8.129	21.981	0.261	0.031	0.391
O	-16.467	-7.877	-6.566	-0.221	-0.045	-0.497
O	-15.697	-9.142	-1.629	-0.304	0.437	0.006
O	-15.298	-8.573	-8.853	0.267	-0.007	-0.061
O	-10.999	3.837	23.597	0.301	0.158	-0.454
O	-17.82	4.496	21.715	0.215	0.08	0.905
O	-6.779	-4.508	-7.41	-0.293	0.212	0.189
O	-17.414	2.246	22.891	-0.595	-0.039	0.275
O	-9.828	1.576	24.267	0.052	0.077	-0.195
O	17.41	-3.802	-3.978	-0.277	0.281	0.198
O	-5.663	-9.101	-8.216	0.115	-0.327	-0.526
O	-12.861	-0.747	21.777	-0.28	0.575	-0.125
O	15.599	1.223	22.715	-0.025	-0.476	0.05
O	31.639	-0.061	-1.969	0.454	-0.223	-0.417
O	-0.666	5.728	-2.669	-0.103	-0.001	-0.182
O	-28.415	-2.757	-6.339	0.153	-0.082	-0.001
O	22.342	1.539	-7.823	0.008	-0.319	-0.457
O	2.905	-6.163	-3.2	-0.421	0.035	-0.263
O	-25.954	-4.376	-3.863	0.25	-0.35	-0.002
O	-16.55	-0.818	-7.046	0.253	-0.154	-0.316
O	4.385	-8.361	-3.684	0.086	0.365	-0.262
O	12.898	4.844	21.856	-0.169	0.134	0.32
O	-15.499	-3.14	-8.197	-0.245	0.242	-0.079
O	18.377	-6.172	-3.205	-0.475	0.026	-0.183
O	-13.235	3.468	24.933	0.083	0.333	0.291
O	-24.934	0.56	-5.236	0.014	0.164	0.567
O	3.148	-4.096	-1.475	-0.249	0.319	-0.011
O	8.895	-9.247	-3.001	0.478	-0.203	-0.647
O	26.011	5.524	20.464	-0.379	0.3	0.389
O	-6.7	5.709	-2.526	0.241	-0.127	-0.57
O	-27.563	-6.143	-2.79	-0.421	0.041	-0.239

Results
total energy: -413755.601 eV
total energy less fixed offsets of O -438.25, Si -107.07 eV per atom: -10.731 eV
